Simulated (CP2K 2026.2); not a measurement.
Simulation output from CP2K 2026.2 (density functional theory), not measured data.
Periodic cell of 2016 atoms, Si1440O576, from a study of silicon, its oxide and their interface. The atomic structure is a simulated model.
Doubt: the forces sum to 4.47 eV/angstrom along one axis rather than to zero, so they err by at least 0.0022 eV/angstrom per atom on average; the grid cutoff is modest.

Settings
functional: PBE
method: Gaussian and plane waves
basis set: DZVP-MOLOPT-SR-GTH
pseudopotentials: GTH-PBE
grid cutoff: 300 Ry, relative cutoff 40 Ry
k points: Gamma only
occupations: fixed
spin: none
net charge: 0

Cell vectors (angstrom)
a	65.28	0	0
b	0	16.32	0
c	-4.7639	-6.621	33.4612

Atoms and the computed forces on them: element, x, y, z (angstrom), force x, y, z (eV/angstrom)
Si	1.185	-1.34	0.493	0.018	0.022	0.504
Si	3.782	1.607	0.142	0.09	-0.145	0.717
Si	1.449	3.713	-0.045	-0.254	0.181	0.752
Si	4.137	6.561	0.187	-0.183	0.109	0.75
Si	1.004	-6.596	0.258	0.187	-0.128	0.736
Si	3.341	-3.522	0.06	0.266	-0.123	0.829
Si	6.951	-1.55	-0.027	-0.318	0.206	0.714
Si	9.592	1.248	0.004	-0.28	0.185	0.697
Si	6.421	4.392	0.187	0.159	-0.148	0.727
Si	9.784	6.566	-0.088	-0.289	0.186	0.779
Si	6.501	9.59	-0.048	-0.034	0.091	0.75
Si	-7.065	-3.798	0.381	0.042	-0.197	0.785
Si	-4.541	-1.248	0.405	0.248	-0.017	0.746
Si	-1.135	0.68	0.083	-0.03	0.222	0.697
Si	-4.193	4.364	0.436	0.002	-0.174	0.676
Si	-1.833	7.037	0.281	0.236	-0.058	0.779
Si	-3.933	-6.982	0.192	-0.242	0.134	0.71
Si	-1.227	-4.38	0.261	-0.204	0.255	0.763
Si	2.652	0.089	1.563	-0.006	0.008	-0.04
Si	5.306	2.773	1.473	-0.014	0.003	-0.072
Si	2.511	5.354	1.358	0	-0.01	-0.051
Si	5.259	8.217	1.404	0.007	-0.004	-0.053
Si	2.561	-5.325	1.439	0.034	0.025	-0.059
Si	5.209	-2.605	1.24	0.025	-0.02	-0.034
Si	8.01	0.067	1.304	0.011	-0.019	-0.041
Si	-5.287	2.707	1.678	0.007	0.023	-0.024
Si	8.102	5.548	1.295	0.029	0.007	-0.014
Si	-5.447	8.131	1.55	-0.015	0.018	-0.049
Si	7.904	-5.446	1.362	0.006	0.016	-0.052
Si	-5.609	-2.704	1.828	-0.006	0.002	-0.049
Si	-2.749	-0.203	1.549	-0.038	0.027	-0.042
Si	-0.152	2.569	1.282	-0.027	0.024	-0.083
Si	-2.816	5.575	1.814	0.034	0.045	-0.015
Si	-0.133	8.114	1.501	-0.015	0.027	-0.057
Si	-2.824	-5.453	1.583	0.01	0.001	-0.074
Si	-0.168	-2.8	1.663	-0.018	0.004	-0.04
Si	1.214	1.399	2.853	-0.02	0.009	0.031
Si	3.909	4.097	2.812	-0.003	0.005	0.045
Si	1.245	6.734	2.792	0.013	0.014	0.004
Si	3.932	9.585	2.758	-0.011	0.009	0.024
Si	1.253	-4.118	2.956	-0.006	-0.016	0.047
Si	4.023	-1.315	2.818	0.005	-0.019	0.021
Si	6.676	1.363	2.742	0.007	-0.005	0.001
Si	9.363	4.11	2.697	-0.012	0.005	0.019
Si	6.725	6.876	2.702	-0.022	-0.026	0.034
Si	9.388	-6.809	2.607	-0.014	-0.035	-0.009
Si	6.544	-4.039	2.666	0.002	0.042	0.013
Si	-6.885	-1.27	3.096	-0.028	0.031	0.025
Si	-3.967	1.287	2.96	0.006	-0.019	0.019
Si	-1.382	4.006	2.806	0.045	-0.032	-0.012
Si	-4.183	6.882	3.114	-0.012	0.02	0.011
Si	-1.45	-6.832	2.931	-0.02	-0.016	0.033
Si	-4.14	-4.101	2.987	0.012	-0.011	0.004
Si	-1.49	-1.473	3.024	0.009	0.012	0.031
Si	-0.074	-0.022	4.244	0.018	0.009	-0.017
Si	2.6	2.734	4.215	0.007	0	-0.009
Si	-0.047	5.376	4.206	-0.026	-0.014	-0.002
Si	2.614	8.153	4.117	-0.004	0.014	-0.006
Si	-0.08	-5.49	4.3	-0.016	-0.001	-0.008
Si	2.664	-2.703	4.194	0.002	-0.003	-0.013
Si	5.374	0.016	4.168	-0.002	0.018	0.023
Si	8.044	2.729	4.077	0.018	0.008	0.005
Si	5.353	5.477	4.077	-0.005	0.007	-0.014
Si	8.085	-8.135	4.073	0.019	0.002	0.012
Si	5.309	-5.414	4.126	0.014	0.014	-0.003
Si	8.011	-2.706	3.999	-0.009	0.007	-0.025
Si	-5.404	0.019	4.362	0.008	-0.017	-0.022
Si	-2.677	2.702	4.295	0.009	-0.001	0.006
Si	-5.452	5.422	4.421	-0.007	0.02	-0.01
Si	-2.757	8.192	4.389	0.007	0.013	-0.002
Si	-5.461	-5.478	4.332	-0.015	-0.009	-0.004
Si	-2.804	-2.79	4.397	0.009	-0.009	0.021
Si	1.42	-1.439	16.536	-0.012	-0.015	0.001
Si	4.155	1.285	16.481	-0.021	0.008	0.002
Si	1.493	4.047	16.418	-0.002	0	-0.03
Si	4.185	6.761	16.454	0.008	0.004	-0.005
Si	1.448	-6.834	16.537	0.006	0.002	0.005
Si	4.133	-4.204	16.499	0.006	-0.006	-0.014
Si	6.845	-1.478	16.459	-0.019	0.012	0.013
Si	-6.794	1.361	16.597	0.015	-0.017	-0.001
Si	6.852	4.005	16.397	-0.004	0.003	-0.01
Si	-6.789	6.804	16.539	-0.01	-0.011	-0.013
Si	6.827	-6.888	16.469	-0.008	-0.01	-0.001
Si	-6.764	-4.049	16.604	0.009	-0.012	0.003
Si	-4.034	-1.305	16.546	-0.007	-0.011	-0.003
Si	-1.319	1.303	16.507	-0.021	-0.021	-0.006
Si	-4.041	4.07	16.557	0.007	0.005	-0.003
Si	-1.293	6.803	16.508	0.004	-0.012	-0.019
Si	-4.047	9.533	16.541	0.018	-0.015	0.001
Si	-1.245	-4.061	16.486	-0.006	0.016	-0.023
Si	2.813	-0.093	17.857	-0.008	0.011	0.015
Si	5.517	2.676	17.81	0.007	0.014	-0.019
Si	2.887	5.354	17.794	-0.007	-0.031	-0.013
Si	5.489	8.091	17.901	-0.003	-0.001	0.035
Si	2.791	-5.503	17.962	-0.011	0.003	0.014
Si	5.519	-2.897	17.852	0.006	-0.005	-0.004
Si	8.271	-0.109	17.736	0.016	-0.004	0.017
Si	-5.395	2.706	17.935	-0.004	0.006	-0.001
Si	8.22	5.327	17.76	-0.008	0.007	0.013
Si	-5.467	8.195	17.883	-0.008	0.013	-0.017
Si	8.189	-5.541	17.83	0.001	0.026	-0.005
Si	-5.403	-2.619	17.915	0	0.011	0.008
Si	-2.675	0.005	17.963	0.005	0.026	0.005
Si	0.13	2.677	17.712	0.031	0.013	-0.016
Si	-2.681	5.483	17.864	0	-0.015	0.026
Si	0.114	-8.224	17.884	-0.016	0.011	0.032
Si	-2.598	-5.417	17.792	-0.006	-0.004	-0.01
Si	0.083	-2.783	17.964	0.015	-0.027	0.017
Si	1.458	1.368	19.128	0.012	0.009	-0.04
Si	4.203	4.035	19.251	0.008	0.006	0.003
Si	1.557	6.675	19.161	-0.012	0.005	-0.026
Si	4.122	-6.891	19.358	0.014	0.007	-0.021
Si	1.413	-4.181	19.389	-0.007	0.012	-0.034
Si	4.122	-1.577	19.182	-0.044	-0.041	-0.009
Si	6.928	1.295	19.065	0.016	0.019	-0.015
Si	-6.723	4.063	19.32	-0.024	0.021	-0.008
Si	6.866	6.652	19.186	-0.009	-0.014	-0.028
Si	-6.784	9.534	19.333	-0.018	-0.037	0.002
Si	6.85	-4.242	19.306	-0.029	0.003	0.005
Si	9.619	-1.523	19.077	-0.001	-0.011	-0.034
Si	-4.042	1.386	19.351	0	-0.002	-0.011
Si	-1.19	4.068	19.015	-0.003	0.021	-0.049
Si	-4.116	6.849	19.213	0.007	-0.011	-0.027
Si	-1.267	-6.787	19.158	0	0.005	-0.04
Si	-3.899	-3.976	19.094	0.028	0.043	-0.033
Si	-1.265	-1.357	19.293	-0.016	0.003	-0.01
Si	0.073	0.121	20.539	-0.023	0.001	0.062
Si	2.826	2.653	20.557	-0.035	0.011	0.045
Si	0.198	5.29	20.441	0.009	-0.032	0.05
Si	2.795	7.949	20.693	0.019	0.01	0.053
Si	0.08	-5.651	20.727	0.038	-0.016	0.054
Si	2.724	-2.759	20.763	-0.017	0.038	0.039
Si	5.62	-0.196	20.291	0.018	-0.004	0.007
Si	8.319	2.592	20.477	0	-0.004	0.021
Si	5.564	5.334	20.698	0.023	0.015	0.031
Si	8.25	7.976	20.537	-0.009	-0.003	0.036
Si	5.491	-5.57	20.798	-0.017	-0.008	0.047
Si	8.325	-2.891	20.563	0.039	0.008	0.023
Si	-5.439	0.099	20.803	-0.031	-0.002	0.037
Si	-2.54	2.856	20.433	0.005	-0.021	0.085
Si	-5.362	5.472	20.682	0.011	-0.031	0.036
Si	-2.72	-8.061	20.455	-0.01	0.022	0.04
Si	-5.267	-5.312	20.368	0.007	-0.017	0.025
Si	-2.6	-2.738	20.644	-0.013	-0.014	0.059
Si	1.668	-0.885	21.909	-0.101	-0.38	-0.661
Si	4.136	0.994	21.581	-0.056	0.168	-0.671
Si	1.257	3.756	21.966	0.112	0.171	-0.735
Si	4.399	6.874	22.123	-0.125	-0.183	-0.725
Si	1.002	-7.53	21.998	0.092	0.286	-0.816
Si	3.979	-4.233	22.139	0.131	0.005	-0.814
Si	7.224	-1.168	21.717	-0.139	-0.297	-0.745
Si	-7.111	1.311	22.105	0.294	0.051	-0.626
Si	7.242	4.152	21.891	-0.206	-0.175	-0.745
Si	-7.061	6.478	21.99	0.078	0.245	-0.696
Si	6.716	-7.274	21.982	0.013	0.195	-0.727
Si	9.998	-4.086	21.757	-0.218	-0.035	-0.669
Si	-4.23	-1.607	21.936	0.061	0.204	-0.758
Si	-1.1	1.704	21.865	-0.054	-0.099	-0.727
Si	-3.412	4.591	21.734	-0.254	-0.005	-0.767
Si	-1.258	6.781	21.457	0.027	0.018	-0.523
Si	-3.777	-6.408	21.787	0.011	-0.191	-0.698
Si	-1.441	-4.36	21.965	0.126	0.109	-0.605
Si	-3.085	2.877	-6.932	-0.068	-0.019	0.003
Si	3.175	-2.48	-5.664	-0.045	-0.132	0.04
Si	2.842	-5.227	-4.222	0.093	0.075	0.078
Si	-1.406	0.192	26.444	0.076	0.06	-0.019
Si	-5.835	-2.339	-4.832	0.073	-0.066	-0.001
Si	6.087	2.105	23.867	0.092	0.084	-0.062
Si	-6.625	7.653	24.809	0.015	-0.132	-0.036
Si	-5.97	-5.752	-1.671	0.076	0.013	0.033
Si	-5.809	-6.017	23.932	0.018	0.038	-0.215
Si	5.802	-2.523	24.131	-0.01	0.009	-0.027
Si	-0.016	1.062	-4.275	0.079	0.193	0.104
Si	-3.696	-3.612	-6.756	-0.013	-0.003	0.009
Si	6.386	6.724	-3.916	0.004	-0.08	0.121
Si	-3.158	0.4	23.967	0.102	0.048	-0.24
Si	-4.046	6.681	26.227	-0.073	-0.023	-0.118
Si	-5.246	-6.234	-6.838	0.116	0.056	0.009
Si	2.215	-5.996	24.186	0.123	0.128	-0.105
Si	4.483	-6.031	26.295	0.077	0.083	-0.017
Si	-7.642	4.807	-3.939	0.001	0.04	-0.022
Si	0.188	3.918	-2.952	0.053	0.042	0.125
Si	-2.202	-4.486	-2.668	0.103	-0.186	0.123
Si	-5.674	2.212	24.705	-0.087	-0.047	-0.14
Si	4.898	-4.882	-2.176	0.024	-0.11	0.088
Si	6.973	-3.508	-3.999	-0.028	0.013	0.015
Si	-3.551	4.177	24.7	0.055	0.051	0.023
Si	4.205	3.066	26.183	0.039	0.126	-0.012
Si	4.729	1.362	-2.74	0.145	-0.064	0.156
Si	-4.38	2.062	-4.258	0.027	0.001	-0.13
Si	2.654	2.719	-6.485	-0.062	-0.008	0.023
Si	7.534	7.131	-6.672	0.029	-0.015	-0.014
Si	1.024	-1.106	24.906	0.027	0.114	-0.006
Si	10.127	5.51	-6.716	0.059	-0.046	-0.123
Si	-4.774	4.961	-3.529	-0.043	-0.031	0.087
Si	-4.082	-2.339	-2.435	-0.058	0.017	0.014
Si	1.347	-7.231	-2.741	-0.001	0.032	0.065
Si	-8.049	2.662	-1.831	0.031	0.102	0.127
Si	7.011	-4.819	25.712	-0.124	0.054	0.024
Si	-7.112	-5.148	-4.563	-0.053	0.08	0.095
Si	-7.989	-8.045	-1.489	0.002	-0.032	0.104
Si	0.102	-3.859	24.699	-0.047	0.01	-0.211
Si	-2.42	4.973	-1.804	0.075	-0.008	0.145
Si	5.577	-4.045	-6.804	0.023	-0.051	0
Si	-6.529	0.482	-5.983	0.142	0.017	-0.092
Si	-1.037	-4.517	-5.261	-0.105	0.133	0.025
Si	2.705	0.279	-4.672	0.106	-0.03	-0.01
Si	-1.371	-7.06	-3.952	-0.091	0.038	0.045
Si	-4.961	-4.309	26.328	0.024	0.076	-0.033
Si	3.572	-6.446	-6.936	0.038	0.092	-0.053
Si	2.456	5.051	-4.567	-0.074	-0.022	-0.015
Si	2.775	5.27	24.391	0.056	-0.05	-0.168
Si	-2.482	0.227	-2.694	0.025	0.062	0.257
Si	10.838	-1.214	-5.311	0.068	0.069	0.028
Si	-2.785	-8.167	-6.298	-0.02	0.092	0.015
Si	3.578	7.04	-2.802	-0.05	-0.037	0.105
Si	1.32	-1.363	5.583	-0.014	-0.003	0.019
Si	3.995	1.356	5.526	-0.011	-0.008	0.011
Si	1.309	4.083	5.618	-0.001	-0.012	0.002
Si	4.017	6.819	5.481	0.001	-0.007	-0.003
Si	1.306	9.461	5.589	0.007	-0.001	0.01
Si	4.003	-4.082	5.545	-0.015	-0.004	0.006
Si	6.736	-1.372	5.472	0.005	-0.007	0.001
Si	9.428	1.359	5.413	0	-0.006	0.005
Si	6.69	4.083	5.447	-0.008	0.004	0.003
Si	9.403	6.799	5.447	-0.009	-0.015	0.009
Si	6.719	-6.781	5.44	0.004	0	0.003
Si	9.397	12.233	5.345	0	0.007	-0.001
Si	-4.107	-1.379	5.73	-0.006	0.004	0.01
Si	-1.36	1.339	5.666	0.007	0	-0.006
Si	-4.039	4.055	5.69	0.001	-0.016	-0.01
Si	-1.378	6.75	5.622	0.004	-0.025	-0.011
Si	-4.102	-6.784	5.739	0.008	0.008	0.008
Si	-1.396	-4.128	5.693	-0.008	-0.014	0.013
Si	2.685	-0.01	6.934	0.009	0.011	-0.015
Si	5.374	2.718	6.858	-0.008	0.007	-0.011
Si	2.702	5.454	6.913	-0.009	0.008	-0.004
Si	5.386	-8.153	6.837	0.003	0.006	-0.009
Si	2.672	-5.465	6.915	-0.005	0.005	-0.004
Si	5.395	-2.729	6.868	0.008	0.008	-0.002
Si	8.101	-0.009	6.812	0.005	0.003	0.002
Si	10.807	2.709	6.759	-0.003	0.006	-0.002
Si	8.065	5.425	6.812	0.007	0.013	0.002
Si	10.789	8.158	6.77	0.003	0.008	0.006
Si	8.094	10.883	6.787	-0.001	0.003	-0.01
Si	10.765	-2.749	6.738	0.003	0.015	-0.011
Si	-2.719	-0.009	7.043	-0.001	0	-0.013
Si	-0.005	2.708	7.008	0.007	0.007	0
Si	-2.699	5.42	7.043	0.001	0.005	-0.006
Si	-0.018	8.109	6.983	0.002	-0.004	-0.006
Si	-2.735	-5.45	7.088	-0.003	0.005	0.01
Si	-0.014	-2.729	6.98	0.006	-0.002	-0.011
Si	1.36	1.339	8.338	-0.001	0	0.004
Si	4.048	4.065	8.26	0.011	0.001	-0.003
Si	1.359	6.772	8.329	0.002	0.003	-0.005
Si	4.053	-6.819	8.253	0.001	-0.001	-0.001
Si	1.346	-4.108	8.314	-0.011	-0.006	-0.003
Si	4.056	-1.384	8.264	-0.012	-0.002	-0.004
Si	6.746	1.337	8.196	-0.003	-0.003	-0.009
Si	9.453	4.056	8.142	-0.002	-0.01	-0.012
Si	6.736	6.784	8.197	-0.007	-0.018	0.002
Si	9.445	9.506	8.147	0	-0.009	-0.005
Si	6.762	-4.101	8.2	0.003	-0.002	-0.004
Si	9.455	-1.391	8.152	-0.002	-0.005	0.001
Si	-4.06	1.346	8.423	-0.001	-0.001	-0.005
Si	-1.347	4.057	8.391	-0.009	-0.001	-0.003
Si	-4.053	6.783	8.415	-0.005	-0.004	-0.002
Si	-1.356	-6.845	8.376	-0.019	-0.005	-0.008
Si	-4.073	-4.085	8.447	0.015	0.006	-0.002
Si	-1.351	-1.377	8.375	0.002	0.001	-0.004
Si	0.016	-0.018	9.72	-0.002	0.002	-0.002
Si	2.728	2.703	9.671	-0.004	0.004	0.001
Si	0.024	5.419	9.726	0.003	-0.011	0.004
Si	2.723	-8.175	9.656	-0.007	-0.007	0.004
Si	0.008	-5.463	9.704	0.001	0.002	-0.004
Si	2.722	-2.749	9.652	0.007	0	-0.001
Si	5.424	-0.025	9.606	0.004	0.002	0.001
Si	8.126	2.687	9.537	0.008	0.012	-0.001
Si	5.42	5.417	9.601	-0.01	0.004	0.003
Si	8.116	8.137	9.538	0.004	0.016	0.006
Si	5.427	-5.462	9.592	0.013	0.007	-0.001
Si	8.124	-2.747	9.553	0.002	0.006	0.002
Si	-5.422	-0.008	9.783	0.001	-0.002	-0.002
Si	-2.698	2.709	9.766	0	0.01	0.001
Si	-5.411	5.441	9.788	0.007	0.009	0.003
Si	-2.699	8.142	9.772	0.009	-0.007	0.001
Si	-5.425	-5.447	9.804	-0.001	0.007	0.001
Si	-2.698	-2.719	9.768	-0.011	-0.001	0.006
Si	1.385	-1.399	11.048	-0.005	-0.003	-0.004
Si	4.09	1.321	11.009	-0.004	0.007	0.002
Si	1.383	4.045	11.067	-0.005	0	0.004
Si	4.08	-9.557	10.993	0.005	-0.001	0
Si	1.382	-6.822	11.045	-0.004	0.008	-0.007
Si	4.094	-4.114	10.992	-0.008	-0.008	-0.003
Si	6.783	-1.404	10.951	0.003	-0.004	0.005
Si	9.485	1.307	10.882	-0.005	-0.005	-0.003
Si	6.794	4.038	10.933	0.001	-0.008	-0.004
Si	9.49	6.762	10.875	0.003	-0.018	-0.005
Si	6.783	9.483	10.937	-0.013	-0.01	-0.003
Si	9.486	-4.126	10.892	0.004	0	0.003
Si	-4.057	-1.364	11.134	0.007	0.006	-0.001
Si	-1.332	1.34	11.1	-0.01	-0.001	-0.003
Si	-4.051	4.073	11.131	-0.007	-0.002	-0.005
Si	-1.325	6.777	11.105	-0.005	-0.005	-0.005
Si	-4.053	9.508	11.143	0.001	0	0.001
Si	-1.334	-4.105	11.091	0	-0.007	-0.011
Si	2.754	-0.05	12.4	-0.01	-0.005	0.005
Si	5.477	2.673	12.339	0.011	0.014	0.005
Si	2.753	5.411	12.4	0	0.002	0.004
Si	5.452	-8.201	12.327	-0.004	-0.004	-0.003
Si	2.762	-5.472	12.382	0.004	0.011	-0.003
Si	5.454	-2.766	12.355	0.005	0.007	-0.002
Si	8.163	-0.056	12.291	0.004	0.005	-0.002
Si	10.86	2.673	12.21	0.008	0.007	0.002
Si	8.166	5.396	12.273	0.007	0.012	0.001
Si	10.857	8.111	12.229	0.003	0.002	0
Si	8.15	10.833	12.289	0.005	0.001	0
Si	10.865	-2.774	12.227	0	0.002	0.004
Si	-2.692	-0.002	12.475	0.001	0.006	-0.004
Si	0.041	2.685	12.451	-0.012	-0.001	0
Si	-2.679	5.425	12.479	0.001	0	-0.002
Si	0.039	8.151	12.438	0.008	0	0.002
Si	-2.686	-5.44	12.482	0.008	0.011	-0.001
Si	0.042	-2.754	12.433	-0.005	-0.004	0
Si	1.401	1.294	13.785	0.001	0.004	0.002
Si	4.139	4.032	13.719	-0.006	-0.008	-0.002
Si	1.411	6.784	13.776	-0.017	0.006	0
Si	4.116	-6.857	13.723	0.006	-0.01	-0.009
Si	1.429	-4.116	13.769	0.006	-0.016	-0.003
Si	4.116	-1.42	13.759	-0.014	0	0.003
Si	6.829	1.286	13.693	0.008	-0.004	0.003
Si	9.522	4.01	13.614	-0.007	-0.003	0.003
Si	6.826	-9.569	13.657	-0.012	-0.001	-0.011
Si	9.509	9.452	13.628	-0.01	-0.001	0.004
Si	6.81	-4.151	13.698	-0.005	-0.006	0.006
Si	9.522	-1.443	13.63	0.001	0.005	0.006
Si	-4.056	1.368	13.832	-0.012	0.005	-0.005
Si	-1.31	4.052	13.819	0	-0.007	0
Si	-4.038	6.788	13.843	0.015	-0.013	-0.003
Si	-1.307	9.516	13.817	-0.009	0.005	-0.007
Si	-4.042	-4.073	13.853	-0.001	-0.002	-0.006
Si	-1.319	-1.388	13.791	-0.01	0	-0.005
Si	0.049	-0.074	15.167	-0.01	0	0.008
Si	2.814	2.647	15.086	0.002	0.013	0.006
Si	0.066	5.426	15.144	0.005	0.006	0.002
Si	2.786	8.129	15.136	-0.001	0.003	0.007
Si	0.097	-5.463	15.156	-0.009	0.016	0.011
Si	2.784	-2.787	15.158	0.002	-0.002	0.009
Si	5.502	-0.077	15.104	0.007	0.002	0.004
Si	8.208	2.643	15.027	-0.002	-0.003	0.003
Si	5.509	5.399	15.057	0.012	0.007	-0.002
Si	8.165	-8.22	15.032	-0.002	-0.005	0.005
Si	5.477	-5.528	15.092	-0.009	0.003	0.002
Si	8.187	-2.805	15.043	0.007	0.003	0.006
Si	-5.421	0.032	15.204	0.001	0.005	0
Si	-2.68	2.706	15.188	-0.001	0.005	0.007
Si	-5.409	5.435	15.2	0	0.013	0.005
Si	-2.675	8.168	15.179	-0.004	0.005	0.01
Si	-5.417	-5.414	15.215	0.007	0.011	0.006
Si	-2.671	-2.7	15.193	0.009	0.004	0.003
Si	17.17	-1.105	-0.015	0.278	-0.079	0.717
Si	19.981	1.775	0.005	-0.002	-0.212	0.756
Si	17.929	4.105	-0.011	-0.28	-0.006	0.633
Si	20.685	6.539	-0.041	-0.129	0.094	0.687
Si	17.256	9.707	0.074	0.134	-0.029	0.669
Si	20.497	-4.366	0.04	0.043	0.07	0.657
Si	23.188	-1.442	-0.144	-0.187	0.126	0.724
Si	26.068	1.206	-0.268	-0.131	0.121	0.7
Si	22.721	4.163	0.017	0.245	0.015	0.626
Si	26.209	6.414	-0.106	-0.215	0.121	0.724
Si	22.74	9.762	-0.294	0.16	-0.191	0.657
Si	9.093	-3.895	0.098	0.173	-0.138	0.707
Si	11.815	-1.04	-0.033	0.296	-0.25	0.656
Si	15.076	1.209	-0.002	-0.167	0.172	0.746
Si	11.908	4.24	0.01	0.181	-0.171	0.706
Si	14.64	6.858	0.25	0.206	-0.062	0.702
Si	12.519	-7.136	-0.115	-0.347	0.295	0.663
Si	15.075	12.001	-0.137	-0.162	0.188	0.651
Si	18.862	0.055	1.173	-0.002	-0.009	-0.042
Si	21.565	2.756	1.424	-0.015	0.001	-0.043
Si	19.09	5.518	1.378	0.011	0.014	-0.067
Si	21.79	8.165	1.188	-0.018	0.026	-0.056
Si	18.934	-5.524	1.321	-0.012	0.016	-0.023
Si	21.686	-2.698	1.19	0.002	0.016	-0.014
Si	24.457	0.082	1.099	0.022	0.002	-0.032
Si	10.743	2.743	1.371	0.008	0.024	-0.057
Si	24.493	5.327	1.12	-0.016	0.029	-0.029
Si	10.82	-8.135	1.235	-0.002	-0.001	-0.054
Si	24.348	-5.408	1.008	-0.002	0.009	-0.082
Si	10.764	-2.722	1.256	-0.009	0.008	-0.036
Si	13.457	0.045	1.283	0.014	-0.009	-0.039
Si	16.266	2.842	1.199	0.024	-0.004	-0.058
Si	13.401	5.358	1.453	-0.039	-0.015	-0.032
Si	16.196	8.137	1.424	0.016	-0.015	-0.046
Si	13.508	10.866	1.206	-0.011	-0.012	-0.07
Si	16.125	-2.732	1.271	0.004	-0.018	-0.023
Si	17.562	1.416	2.603	-0.002	0.02	0.033
Si	20.326	4.141	2.795	-0.017	-0.002	0.044
Si	17.64	6.811	2.684	-0.01	-0.003	0.027
Si	20.339	9.424	2.6	0.027	-0.008	0.013
Si	17.585	-4.059	2.603	-0.012	-0.003	0.006
Si	20.283	-1.323	2.494	-0.012	0.006	0.01
Si	23.073	1.354	2.535	0.005	-0.017	0.01
Si	25.87	3.995	2.474	0.021	-0.018	0.02
Si	23.193	6.794	2.503	-0.018	-0.012	-0.008
Si	25.781	-6.753	2.385	-0.029	-0.002	0.009
Si	23.069	-4.076	2.515	0.013	-0.002	0.018
Si	9.403	-1.333	2.648	-0.018	0.007	0.028
Si	12.139	1.388	2.694	0.003	-0.004	0.031
Si	14.877	4.044	2.672	-0.003	-0.024	0.018
Si	12.076	6.816	2.723	-0.003	0.033	0.038
Si	14.816	9.54	2.691	-0.02	0.004	0.045
Si	12.13	12.217	2.58	0.012	-0.003	-0.002
Si	14.767	-1.387	2.639	0.017	0.033	0.019
Si	16.194	0.006	3.94	0.003	0.011	-0.034
Si	18.929	2.72	4.023	0.001	-0.008	-0.012
Si	16.242	5.431	3.996	0.014	0.009	-0.01
Si	19.001	8.143	4.027	0.024	0.004	0.015
Si	16.228	-5.417	3.987	0.014	-0.015	-0.012
Si	18.964	-2.685	3.912	-0.011	0.003	0.011
Si	21.696	-0.016	3.87	-0.006	0	0.006
Si	24.48	2.694	3.87	0.019	0.01	-0.004
Si	21.804	5.503	3.963	-0.002	0.011	-0.01
Si	24.494	-8.123	3.846	0.009	-0.007	0.004
Si	21.704	-5.449	3.878	-0.003	0.007	-0.006
Si	24.459	-2.709	3.839	0.002	-0.001	-0.016
Si	10.769	0.001	4.029	0.007	-0.011	0
Si	13.523	2.706	4.048	-0.018	0.013	0.014
Si	10.732	5.446	4.072	0.005	0.01	-0.012
Si	13.47	8.169	4.045	0.02	-0.007	0.005
Si	10.758	10.876	3.962	0.008	-0.004	0.019
Si	13.453	-2.755	4.003	-0.002	0.004	0.016
Si	17.711	-1.446	16.143	0.011	-0.019	0.006
Si	20.445	1.363	16.026	0.009	-0.02	-0.019
Si	17.692	4.083	16.139	-0.004	-0.004	0.008
Si	20.406	6.798	16.116	-0.009	0	0.001
Si	17.699	-6.851	16.138	-0.005	-0.001	0.002
Si	20.376	-4.116	16.06	0.008	-0.018	0.002
Si	23.142	-1.334	16.047	0.003	0.004	0.006
Si	9.598	1.245	16.334	-0.005	0.002	-0.004
Si	23.157	4.114	16.077	0.006	0.02	0.007
Si	9.524	-9.621	16.341	-0.024	-0.004	-0.005
Si	23.136	-6.807	16.012	-0.001	-0.023	-0.001
Si	9.539	-4.192	16.39	-0.012	-0.014	0.001
Si	12.29	-1.43	16.279	-0.005	-0.002	0.002
Si	14.991	1.29	16.209	-0.014	0.001	0.007
Si	12.279	3.967	16.268	-0.025	-0.012	-0.002
Si	14.987	6.719	16.211	-0.008	0.006	-0.004
Si	12.247	9.41	16.274	0.001	0.009	-0.008
Si	15.01	-4.16	16.196	-0.009	-0.012	0.001
Si	19.159	-0.059	17.358	0.023	0.004	-0.007
Si	21.772	2.742	17.382	0.008	0.001	-0.012
Si	19.039	5.458	17.506	-0.006	0.046	0.001
Si	21.791	8.194	17.404	0.001	-0.002	0.005
Si	19.034	-5.456	17.473	-0.008	-0.003	-0.011
Si	21.769	-2.74	17.331	-0.014	0.022	0
Si	24.496	0.079	17.371	0.004	0.006	0.016
Si	10.99	2.573	17.681	0.01	0.003	0.013
Si	24.528	5.495	17.426	-0.029	0.009	0.018
Si	10.879	-8.258	17.669	-0.001	-0.013	-0.019
Si	24.526	-5.48	17.343	-0.001	-0.012	-0.019
Si	10.963	-2.818	17.648	0.008	0.002	0.012
Si	13.69	-0.092	17.626	0.012	-0.007	-0.007
Si	16.35	2.709	17.495	-0.002	0.007	0.005
Si	13.634	5.35	17.583	0.029	0.004	0.016
Si	16.417	8.053	17.52	0.005	-0.006	-0.016
Si	13.684	10.754	17.543	-0.017	-0.005	-0.017
Si	16.382	-2.819	17.562	0.01	-0.008	0.003
Si	17.833	1.325	18.652	-0.008	0.008	-0.028
Si	20.47	4.115	18.757	0.031	-0.02	-0.017
Si	17.728	6.758	18.997	0.001	0.023	-0.008
Si	20.408	-6.811	18.775	-0.017	-0.002	-0.017
Si	17.718	-4.176	18.956	0.025	-0.034	-0.005
Si	20.503	-1.39	18.752	-0.015	-0.013	-0.039
Si	23.141	1.42	18.725	0.001	-0.022	-0.015
Si	9.622	3.911	19.036	-0.013	-0.027	-0.032
Si	23.209	6.922	18.754	0.041	0.009	-0.043
Si	9.562	-6.946	19.125	-0.008	-0.008	-0.003
Si	23.123	-4.141	18.594	-0.017	-0.003	-0.011
Si	25.841	-1.218	18.767	0.088	0.021	-0.015
Si	12.381	1.228	19.06	-0.029	0.028	0.005
Si	15.013	4.028	18.948	-0.025	-0.039	-0.001
Si	12.221	-9.677	18.951	-0.036	-0.016	-0.018
Si	15.043	9.356	18.855	0.012	0.035	-0.017
Si	12.378	-4.208	18.912	-0.007	0.002	-0.04
Si	15.069	-1.469	18.957	-0.024	0.001	-0.007
Si	16.543	-0.003	20.055	0.006	-0.005	0.052
Si	19.18	2.656	20.025	0.003	-0.01	0.035
Si	16.355	5.365	20.369	0.004	0.03	0.072
Si	19.176	8.164	20.271	-0.016	-0.007	0.079
Si	16.377	10.651	20.28	0.025	0.006	0.081
Si	19.111	-2.69	20.169	-0.01	0.028	0.063
Si	21.951	-0.058	20.086	-0.024	-0.018	0.006
Si	24.437	2.865	20.028	-0.006	0.014	0.025
Si	21.84	5.533	20.022	0.013	0.027	0.074
Si	24.492	8.305	20.225	-0.005	-0.02	0.03
Si	21.755	-5.372	20.018	-0.025	0.019	0.013
Si	24.492	-2.744	19.808	0.004	-0.002	-0.004
Si	11.064	-0.207	20.394	0.021	-0.019	0.043
Si	13.73	2.637	20.397	-0.007	0.004	0.048
Si	10.968	5.235	20.4	0.024	0.01	0.05
Si	13.662	-8.337	20.173	0.02	0.001	0.02
Si	11.044	-5.563	20.297	0.014	0.023	0.024
Si	13.764	-2.919	20.32	0	0.007	0.043
Si	18.116	-0.995	21.449	-0.189	-0.304	-0.734
Si	20.399	1.132	21.305	0.182	0.114	-0.72
Si	17.668	3.713	21.427	-0.029	0.143	-0.606
Si	20.868	7.047	21.456	-0.352	-0.07	-0.731
Si	17.756	9.354	21.695	0.048	0.059	-0.765
Si	20.754	-3.772	21.389	-0.219	-0.168	-0.742
Si	23.126	-1.698	21.323	0.025	0.304	-0.641
Si	9.541	0.983	21.693	0.219	0.237	-0.71
Si	23.392	4.47	21.344	-0.121	-0.106	-0.767
Si	9.462	6.359	21.787	0.056	0.218	-0.749
Si	22.843	-6.815	21.443	0.376	0.125	-0.673
Si	25.969	-3.918	21.102	0.06	0.012	-0.701
Si	12.188	-1.864	21.662	0.022	0.222	-0.768
Si	15.497	1.506	21.44	-0.213	0.096	-0.643
Si	12.5	4.098	21.805	-0.174	-0.267	-0.668
Si	14.607	-9.892	21.629	0.247	0.072	-0.72
Si	12.614	-6.775	21.516	-0.203	-0.071	-0.722
Si	14.839	-4.563	21.637	0.19	0.231	-0.701
Si	15.439	7.351	-6.995	0.09	0.055	-0.023
Si	18.037	2.058	-6.909	0.078	0.07	0.073
Si	16.974	2.627	25.852	0.011	0.065	0.064
Si	13.847	-0.088	23.551	-0.026	0.009	-0.085
Si	13.694	-0.721	-5.413	-0.142	-0.046	0.024
Si	22.511	2.267	23.218	0.277	-0.102	-0.185
Si	11.14	7.99	23.865	-0.012	0.031	0.012
Si	9.433	-5.107	-2.792	-0.175	0.008	0.093
Si	8.95	-6.149	23.987	0.043	-0.098	-0.252
Si	29.331	6.711	-4.718	0.015	0.041	0.014
Si	15.981	-2.279	-5.035	-0.099	0.042	0.015
Si	15.683	-7.394	25.891	-0.087	0.076	-0.083
Si	23.128	-7.975	-3.118	0.057	0.028	0.093
Si	15.938	-0.157	25.65	0.017	0.008	-0.1
Si	20.041	-4.739	-6.525	0.075	0.15	-0.029
Si	7.67	0.824	25.934	-0.102	0.016	-0.017
Si	18.982	-4.803	23.695	0.022	0.015	-0.191
Si	21.024	-1.972	25.464	-0.104	0.022	-0.023
Si	8.887	1.817	-3	-0.032	0.005	0.125
Si	16.257	5.502	-2.072	0.066	0.128	-0.015
Si	14.283	-4.015	-3.157	-0.041	-0.018	0.048
Si	11.518	2.044	23.892	-0.065	0.109	-0.086
Si	25.032	-4.205	-3.55	-0.043	0.097	0.128
Si	20.637	-5.032	25.977	-0.066	-0.062	0.019
Si	13.243	7.118	26.096	0.05	-0.007	-0.056
Si	26.291	6.43	-5.524	0.066	0.053	-0.083
Si	20.747	2.781	-6.188	-0.043	-0.141	-0.046
Si	15.324	3.304	-3.96	-0.056	0.04	-0.168
Si	10.24	2.704	-5.489	-0.022	-0.019	-0.05
Si	24.268	-7.49	-5.916	-0.004	0.015	0.03
Si	18.128	-1.906	24.36	0.08	-0.004	-0.131
Si	21.662	3.548	25.814	-0.12	-0.09	-0.185
Si	13.217	2.405	-2.205	-0.003	0.005	0.043
Si	12.254	-0.399	-2.862	0.07	-0.007	0.033
Si	15.585	7.945	-3.86	-0.037	-0.111	0.085
Si	6.572	3.731	-2.774	0.018	0.043	0.062
Si	31.231	1.922	-6.112	0.013	0.083	-0.112
Si	11.678	-3.962	-4.588	0.049	0.15	-0.009
Si	8.424	-8.035	-2.172	0.033	0.106	0.128
Si	16.863	4.824	-6.088	-0.031	-0.005	0.066
Si	17.934	-7.009	-2.787	0.007	-0.06	0.036
Si	16.426	7.226	23.648	-0.02	0.133	-0.144
Si	7.012	-0.581	-3.048	0.008	-0.093	0.159
Si	19.331	-4.511	-3.724	0.026	-0.004	-0.031
Si	21.14	-0.119	-2.038	0.06	-0.013	0.092
Si	13.082	-6.914	-3.111	0	0.054	0.133
Si	16.058	0.66	-5.171	-0.012	-0.024	0.092
Si	18.186	4.864	24.059	0.132	0.114	-0.071
Si	19.744	5.511	-5.148	-0.192	0	-0.085
Si	20.77	6.228	24.482	0.029	0.16	-0.013
Si	18.984	-2.421	-1.937	-0.049	0.054	-0.037
Si	15.24	-4.649	24.612	-0.054	0.073	-0.151
Si	11.559	-6.536	-5.692	-0.063	-0.074	-0.02
Si	20.247	7.467	-2.997	0.068	0.006	0.165
Si	17.594	-1.346	5.283	0.004	0.009	-0.002
Si	20.358	1.343	5.276	0.003	0.002	-0.002
Si	17.58	4.071	5.37	-0.003	-0.011	0.01
Si	20.394	6.798	5.338	0.004	-0.011	0.011
Si	17.612	9.533	5.324	-0.021	0.002	0.013
Si	20.343	-4.074	5.24	-0.001	-0.005	0.003
Si	23.076	-1.375	5.213	0.005	0.001	0
Si	25.848	1.323	5.197	-0.006	-0.023	0
Si	23.143	4.077	5.255	0.014	0.024	0.005
Si	25.816	6.815	5.236	0.006	0.007	0.014
Si	23.099	-6.795	5.221	-0.016	-0.001	-0.005
Si	25.828	-4.07	5.187	-0.001	0	-0.002
Si	12.116	-1.386	5.375	-0.001	0.001	0.019
Si	14.866	1.323	5.373	0.012	-0.008	0.012
Si	12.148	4.083	5.382	0.014	-0.001	0.008
Si	14.875	6.799	5.349	0.005	0.007	0.013
Si	12.106	9.531	5.375	-0.011	-0.016	0.004
Si	14.859	-4.082	5.352	-0.001	0.001	0
Si	18.987	-0.009	6.638	0.001	0.004	-0.008
Si	21.744	2.718	6.597	-0.002	-0.005	-0.006
Si	19.001	5.427	6.667	0.014	-0.002	-0.006
Si	21.753	-8.13	6.637	-0.003	-0.008	0
Si	18.991	-5.418	6.64	0.006	0.003	-0.006
Si	21.725	-2.727	6.592	-0.002	0.003	-0.007
Si	24.46	-0.012	6.56	0.005	-0.011	0
Si	27.195	2.7	6.575	-0.001	0.004	-0.003
Si	24.474	5.456	6.614	-0.01	0.004	-0.004
Si	27.192	-8.138	6.576	0.007	-0.006	0
Si	24.471	-5.429	6.564	0.006	0.002	-0.005
Si	27.2	-2.717	6.553	0.002	-0.011	-0.001
Si	13.506	-0.039	6.726	0.009	-0.001	-0.003
Si	16.232	2.696	6.715	-0.002	0.008	-0.002
Si	13.524	5.437	6.726	0.006	0.004	-0.001
Si	16.255	8.158	6.684	0.007	-0.005	-0.001
Si	13.503	-5.449	6.717	0.002	0.003	-0.003
Si	16.245	-2.712	6.668	-0.001	0.008	-0.001
Si	17.634	1.338	8.024	0	0.001	0.002
Si	20.379	4.057	7.984	-0.005	0	0.003
Si	17.631	6.788	8.018	0.004	0.002	-0.001
Si	20.367	-6.784	7.981	0.011	0.006	0
Si	17.621	-4.078	8.009	0.002	0.002	-0.003
Si	20.364	-1.375	7.969	-0.004	-0.004	0
Si	23.111	1.351	7.937	0.007	0.009	-0.005
Si	25.847	4.08	7.94	0.003	0.014	0.003
Si	23.107	6.807	7.972	-0.008	-0.005	0.005
Si	25.828	-6.786	7.935	-0.007	-0.007	-0.009
Si	23.104	-4.081	7.935	-0.014	-0.005	0.002
Si	25.833	-1.363	7.917	-0.004	-0.001	0
Si	12.166	1.329	8.102	0.001	-0.005	-0.004
Si	14.882	4.06	8.072	-0.004	-0.015	0.006
Si	12.171	6.788	8.101	0.003	-0.001	-0.006
Si	14.883	-6.818	8.053	-0.002	-0.007	0.001
Si	12.148	-4.104	8.092	-0.004	-0.008	-0.004
Si	14.89	-1.387	8.064	-0.003	0.007	-0.002
Si	16.274	-0.023	9.389	0.002	0.003	-0.003
Si	19.013	2.705	9.352	0.008	-0.006	0.001
Si	16.275	5.422	9.391	0.006	0	-0.004
Si	19.007	-8.159	9.338	0.001	-0.004	-0.001
Si	16.265	-5.449	9.376	0	0.004	-0.001
Si	19.005	-2.724	9.345	0.003	0	0.001
Si	21.742	-0.002	9.303	-0.001	0.004	-0.004
Si	24.475	2.72	9.288	-0.012	-0.002	-0.002
Si	21.74	5.439	9.316	-0.007	0.006	0.003
Si	24.48	-8.147	9.306	0.001	0.004	0.001
Si	21.748	-5.431	9.314	-0.002	0.005	0.004
Si	24.471	-2.715	9.283	0.006	-0.01	-0.004
Si	10.833	-0.037	9.491	0.009	0.001	0
Si	13.539	2.691	9.441	0	0.004	0
Si	10.828	5.417	9.479	0.011	0.011	0
Si	13.546	8.14	9.444	0	-0.002	0.002
Si	10.823	-5.468	9.493	0.001	0	-0.002
Si	13.534	-2.753	9.431	0.006	0.005	-0.003
Si	17.647	-1.384	10.727	-0.001	0.002	0.005
Si	20.386	1.345	10.685	-0.007	0.001	0.004
Si	17.653	4.055	10.724	0.004	-0.006	0.009
Si	20.375	-9.528	10.675	0.004	-0.008	0.004
Si	17.639	-6.819	10.707	0.003	-0.002	0
Si	20.382	-4.086	10.678	0.002	-0.005	0.003
Si	23.115	-1.356	10.649	-0.006	0.003	0.002
Si	25.849	1.368	10.636	0.013	-0.007	-0.002
Si	23.115	4.077	10.65	0.003	0.006	0.001
Si	25.843	-9.505	10.658	-0.015	0.001	0.002
Si	23.113	-6.794	10.66	-0.007	-0.004	0
Si	25.835	-4.067	10.643	-0.007	0.008	0.001
Si	12.2	-1.409	10.83	0.002	0.003	0.005
Si	14.922	1.324	10.767	0.007	-0.002	0.001
Si	12.191	4.04	10.82	-0.003	-0.012	0
Si	14.918	6.764	10.773	0	-0.002	0.003
Si	12.191	9.479	10.833	-0.001	0.003	0.007
Si	14.905	-4.118	10.768	-0.013	0.001	0.002
Si	19.023	-0.011	12.054	0.01	0.002	-0.001
Si	21.753	2.725	12.015	0.001	-0.007	-0.006
Si	19.024	5.434	12.049	0.003	0.012	-0.001
Si	21.753	-8.166	12.007	-0.004	0.004	0
Si	19.024	-5.461	12.03	0.008	0.008	-0.003
Si	21.753	-2.715	12.009	-0.002	-0.004	-0.006
Si	24.491	0.011	11.99	0.003	0.015	-0.001
Si	27.208	2.73	11.998	-0.005	0.005	-0.003
Si	24.477	5.446	11.995	-0.01	-0.008	0.001
Si	27.206	-8.149	12.02	0	-0.012	0.008
Si	24.478	-5.427	12.005	-0.003	-0.007	-0.004
Si	27.194	-2.702	11.998	0	-0.008	-0.003
Si	13.587	-0.047	12.149	0.008	0.007	-0.005
Si	16.301	2.686	12.096	-0.009	-0.005	-0.005
Si	13.572	5.395	12.153	0	0.001	0
Si	16.295	8.139	12.092	0.007	0.005	-0.001
Si	13.566	-5.479	12.165	0.009	-0.005	0
Si	16.289	-2.753	12.089	0.005	0	-0.007
Si	17.669	1.327	13.442	-0.001	0.003	0.003
Si	20.397	4.077	13.388	0.002	0.003	0.006
Si	17.671	6.783	13.425	-0.007	-0.001	0.009
Si	20.396	-6.817	13.368	0.002	-0.016	0.007
Si	17.661	-4.131	13.402	0.002	-0.008	0.004
Si	20.396	-1.374	13.381	0.006	-0.001	0.014
Si	23.144	1.379	13.341	0	-0.009	0.008
Si	25.853	4.102	13.342	-0.004	0.004	-0.002
Si	23.109	-9.531	13.353	0.01	0.002	0.002
Si	25.844	-6.777	13.36	-0.004	0.005	0.004
Si	23.118	-4.067	13.359	-0.012	0.015	0.004
Si	25.85	-1.337	13.356	0.001	-0.007	0
Si	12.237	1.295	13.527	0	-0.007	-0.002
Si	14.948	4.023	13.479	0.008	-0.012	0.003
Si	12.227	6.725	13.557	0.007	-0.009	0.007
Si	14.936	9.463	13.486	-0.01	0.006	0.009
Si	12.227	-4.143	13.574	-0.003	0.007	0.008
Si	14.955	-1.412	13.491	-0.004	-0.007	0.011
Si	16.338	-0.056	14.826	0.002	0.012	0.001
Si	19.034	2.725	14.751	0.001	-0.006	0.002
Si	16.32	5.411	14.787	0.005	0.007	0.011
Si	19.057	8.147	14.752	0.001	0.015	0.004
Si	16.331	-5.497	14.794	0.012	0.006	0
Si	19.029	-2.76	14.718	-0.006	-0.003	-0.002
Si	21.793	0.008	14.678	0.003	0.02	0.005
Si	24.493	2.761	14.695	0.005	-0.001	0.001
Si	21.758	5.444	14.739	-0.005	-0.001	0.008
Si	24.488	-8.171	14.678	-0.01	0.003	0.001
Si	21.757	-5.443	14.698	0.001	0.008	-0.004
Si	24.489	-2.7	14.7	-0.002	-0.008	0.005
Si	10.924	-0.077	14.925	0.009	0.01	-0.002
Si	13.616	2.643	14.861	0.008	0.006	0.004
Si	10.893	5.359	14.958	0.009	0.004	0
Si	13.608	8.088	14.881	0.002	-0.001	-0.002
Si	10.881	10.806	14.965	0	-0.006	0
Si	13.626	-2.779	14.886	0.011	0.008	0
Si	33.857	-1.175	-0.158	0.316	-0.236	0.668
Si	36.528	1.804	-0.032	0.101	-0.226	0.739
Si	34.285	4.02	0.049	-0.188	0.021	0.647
Si	36.954	6.763	0.331	-0.125	0.144	0.654
Si	33.758	-6.753	-0.03	0.285	-0.116	0.671
Si	37.103	-4.6	-0.011	-0.31	0.367	0.602
Si	39.629	-1.604	0.03	-0.172	0.271	0.583
Si	42.583	0.97	-0.036	-0.262	0.314	0.645
Si	39.207	4.567	-0.247	0.48	-0.475	0.569
Si	-22.515	6.63	0.144	-0.28	-0.014	0.734
Si	-25.668	9.688	0.109	0.146	-0.341	0.617
Si	25.274	-3.796	-0.456	0.41	-0.177	0.731
Si	28.256	-1.057	-0.238	0.046	-0.072	0.683
Si	31.559	1.095	-0.292	-0.311	0.362	0.625
Si	28.603	4.342	-0.118	0.094	-0.315	0.62
Si	31.015	6.902	0.095	0.347	-0.271	0.724
Si	28.818	-7.141	-0.204	-0.309	0.393	0.589
Si	31.655	-4.381	0.067	-0.129	0.086	0.707
Si	35.442	0.035	1.134	-0.006	0.014	-0.085
Si	38.232	2.851	1.168	0.006	0.011	-0.044
Si	35.412	5.482	1.477	-0.022	-0.001	-0.036
Si	-26.94	8.208	1.457	0.017	0.013	-0.033
Si	35.436	-5.622	1.251	-0.066	0.009	-0.071
Si	38.052	-2.794	1.249	0.028	-0.015	-0.013
Si	40.905	-0.042	1.289	0.002	0.007	-0.072
Si	27.319	2.704	1.051	0	0.007	-0.041
Si	-24.324	5.482	1.158	0.004	-0.026	-0.046
Si	27.19	-8.184	1.144	-0.009	-0.005	-0.081
Si	-24.251	-5.452	1.483	-0.002	-0.019	-0.027
Si	27.056	-2.743	0.892	-0.029	0.012	-0.058
Si	29.918	0.02	1.07	-0.001	-0.016	-0.047
Si	32.628	2.738	1.114	0.007	0.02	-0.058
Si	29.9	5.432	1.459	-0.04	-0.037	-0.035
Si	32.656	-8.272	1.316	-0.027	-0.015	-0.056
Si	29.885	-5.47	1.135	0.006	-0.036	-0.047
Si	32.789	-2.74	1.253	-0.002	-0.016	-0.046
Si	34.023	1.367	2.506	0.002	0.025	0.046
Si	36.875	4.103	2.68	0.006	-0.021	0.033
Si	34.018	6.809	2.745	0.011	0.021	0.017
Si	-28.453	9.491	2.714	0.019	0.022	0.05
Si	34.149	-4.113	2.586	0.002	-0.049	0.013
Si	36.751	-1.341	2.555	0.014	-0.003	-0.007
Si	39.546	1.416	2.548	-0.021	-0.01	-0.007
Si	-23.053	4.051	2.601	0.03	0.031	0.016
Si	-25.606	6.776	2.699	0.013	-0.017	0.032
Si	-22.889	-6.824	2.796	-0.024	-0.012	0.009
Si	-25.773	-4.075	2.691	-0.006	0.03	0.028
Si	25.803	-1.369	2.415	-0.007	-0.019	0.034
Si	28.629	1.379	2.49	-0.006	-0.013	0.022
Si	31.338	4.035	2.612	0.043	-0.025	0.006
Si	28.499	6.847	2.659	-0.004	0.025	0.011
Si	31.251	-6.821	2.57	-0.021	-0.038	0.021
Si	28.478	-4.039	2.355	0.003	0.052	0.004
Si	31.287	-1.365	2.467	0.026	0.033	0.006
Si	32.652	-0.003	3.862	0	0.012	-0.009
Si	35.423	2.7	3.92	-0.015	-0.02	-0.021
Si	32.66	5.404	4.005	-0.024	-0.003	0.012
Si	-29.851	8.158	4.045	0.026	-0.007	0.02
Si	32.677	-5.446	3.888	0.003	-0.012	-0.008
Si	35.437	-2.707	3.958	-0.003	-0.017	0.018
Si	38.157	0.022	3.898	0.007	-0.009	0.012
Si	-24.4	2.725	4	-0.017	0.014	0.012
Si	-27.054	5.458	4.033	-0.019	0.019	0.017
Si	-24.313	-8.173	4.092	-0.015	-0.002	0.023
Si	-27.131	-5.42	4.053	0.015	-0.013	0.013
Si	-24.421	-2.714	4.075	0.003	-0.012	0.016
Si	27.211	-0.018	3.788	-0.005	-0.02	-0.01
Si	29.944	2.697	3.927	-0.02	0.011	0.008
Si	27.144	5.408	3.902	-0.008	0.007	-0.001
Si	29.912	-8.141	3.967	0.023	0.005	0.025
Si	27.163	-5.406	3.769	0.008	-0.019	0.006
Si	29.885	-2.727	3.784	-0.003	-0.017	0.009
Si	33.92	-1.294	16.177	0.003	0.001	-0.002
Si	36.665	1.42	16.253	0.021	0.009	0.001
Si	33.931	4.113	16.203	-0.001	0.006	-0.001
Si	-28.656	6.816	16.213	-0.004	0.004	-0.003
Si	33.925	-6.775	16.18	-0.009	0.012	0.002
Si	36.645	-4.036	16.204	0.001	-0.011	-0.009
Si	39.383	-1.306	16.275	0.017	-0.002	-0.004
Si	25.856	1.415	16.04	-0.005	0.011	0.002
Si	-25.904	4.102	16.327	0.008	0.005	0.007
Si	25.861	-9.504	16.039	0.001	-0.009	-0.009
Si	-25.908	-6.746	16.253	-0.008	0.01	-0.012
Si	25.854	-4.032	16.07	0.021	0.021	-0.004
Si	28.554	-1.293	16.112	0.012	0.004	0.02
Si	31.183	1.369	16.218	-0.01	0.003	0.006
Si	28.55	4.085	16.141	0.006	0.008	-0.001
Si	31.237	-9.497	16.153	-0.002	0.004	-0.004
Si	28.542	-6.75	16.1	-0.002	-0.004	-0.01
Si	31.24	-4.04	16.087	0.001	-0.004	-0.004
Si	35.297	0.034	17.556	-0.023	-0.017	0.007
Si	37.979	2.774	17.692	-0.008	-0.012	0.005
Si	35.275	5.457	17.601	0.013	-0.003	0.002
Si	-27.331	8.225	17.534	-0.002	0.009	0.003
Si	35.223	-5.354	17.533	0.017	-0.009	0.006
Si	38.018	-2.704	17.58	-0.007	0.002	-0.011
Si	40.704	0.087	17.66	0.007	0	0.01
Si	27.198	2.695	17.487	0.023	-0.019	0.015
Si	-24.555	5.438	17.736	0.002	-0.003	0.022
Si	27.184	-8.144	17.416	0.017	0.01	-0.012
Si	-24.565	-5.392	17.657	0.003	-0.003	-0.012
Si	27.188	-2.633	17.436	-0.041	-0.028	-0.008
Si	29.771	0.056	17.636	-0.035	0	0.023
Si	32.565	2.735	17.536	0.011	0.002	0.027
Si	29.867	5.477	17.512	-0.001	-0.004	0.011
Si	32.574	-8.151	17.547	0.002	0.006	0
Si	29.911	-5.393	17.453	-0.009	-0.008	0.031
Si	32.474	-2.613	17.477	-0.012	0.007	-0.026
Si	33.937	1.39	18.907	0.009	0.022	-0.035
Si	36.585	4.133	19.055	0.015	-0.024	-0.021
Si	33.907	-9.513	18.948	-0.017	0.022	-0.006
Si	36.582	-6.719	18.871	0.004	0.008	-0.039
Si	33.811	-3.938	18.812	0.025	-0.011	-0.018
Si	36.648	-1.354	18.9	0.003	-0.001	-0.014
Si	39.33	1.404	19.064	0.001	-0.004	0
Si	25.908	4.137	18.767	0.016	0.029	-0.032
Si	-26.033	6.863	18.919	-0.003	-0.015	-0.042
Si	25.855	-6.789	18.771	-0.01	-0.019	-0.009
Si	39.353	-4.033	18.995	-0.025	-0.009	-0.014
Si	42.1	-1.23	19.006	0.039	-0.002	-0.023
Si	28.317	1.335	19.086	-0.069	-0.022	0.005
Si	31.156	4.062	18.874	0	-0.005	-0.038
Si	28.517	-9.429	18.845	-0.002	0.009	-0.025
Si	31.205	-6.77	18.869	-0.002	-0.012	-0.019
Si	28.571	-3.981	18.761	0.017	0.016	-0.052
Si	31.139	-1.329	18.959	0.025	-0.035	-0.008
Si	32.552	0.036	20.24	0.019	-0.007	0.048
Si	35.257	2.693	20.389	0.012	-0.011	0.059
Si	32.538	5.385	20.247	0.001	-0.009	0.064
Si	35.218	-8.052	20.254	-0.004	0.008	0.049
Si	32.468	-5.28	20.164	-0.016	0.008	0.019
Si	35.169	-2.625	20.195	-0.017	0.022	0.044
Si	37.968	-0.063	20.349	0.032	-0.007	0.021
Si	40.743	2.716	20.456	-0.008	-0.014	0.013
Si	37.89	5.591	20.378	-0.007	0.02	0.068
Si	-24.702	8.223	20.274	-0.011	0.006	0.052
Si	37.905	-5.367	20.286	-0.02	0.002	0.037
Si	40.733	-2.621	20.281	-0.005	-0.001	0.065
Si	26.818	0.009	20.58	-0.018	0.089	0.063
Si	29.751	2.756	20.295	0.029	0.005	0.059
Si	27.174	5.523	20.187	0.001	-0.004	0.045
Si	29.842	-8.096	20.28	0.011	0.012	0.035
Si	27.279	-5.435	20.017	0.045	-0.04	0.032
Si	29.705	-2.627	20.332	-0.004	0.011	0.032
Si	34.127	-1.039	21.607	-0.075	-0.146	-0.734
Si	36.449	1.086	21.685	0.074	0.197	-0.594
Si	33.534	3.735	21.611	0.227	0.129	-0.773
Si	36.721	-9.105	21.715	-0.077	-0.197	-0.66
Si	34.04	-6.4	21.439	-0.06	-0.164	-0.737
Si	36.249	-4.212	21.491	0.206	0.09	-0.732
Si	39.512	-1.237	21.704	-0.215	-0.106	-0.716
Si	25.131	1.515	21.761	0.174	-0.394	-0.723
Si	39.573	4.436	21.523	-0.116	-0.087	-0.773
Si	25.599	6.672	21.486	0.157	0.194	-0.749
Si	39.001	-6.961	21.593	0.071	0.056	-0.685
Si	42.322	-3.583	21.679	-0.014	-0.304	-0.737
Si	28.017	-1.707	21.802	0.187	0.387	-0.674
Si	31.311	1.521	21.527	-0.159	-0.083	-0.682
Si	28.712	4.443	21.591	-0.192	-0.264	-0.711
Si	30.999	-9.73	21.51	0.117	0.195	-0.764
Si	28.681	-6.482	21.576	-0.038	-0.232	-0.686
Si	30.866	-4.239	21.561	0.137	0.125	-0.73
Si	28.711	-1.458	24.967	-0.068	-0.085	-0.127
Si	31.589	-6.367	25.989	0.031	0.076	-0.009
Si	-27.785	-5.438	-2.674	-0.089	-0.018	0.039
Si	29.889	1.124	24.183	0.053	0.066	0.036
Si	26.921	-2.316	-4.772	-0.003	-0.162	0.02
Si	-27.458	3	23.706	-0.041	-0.219	-0.095
Si	27.257	8.114	23.772	-0.044	0.073	-0.052
Si	29.256	-6.803	-3.181	0.038	-0.28	0.084
Si	24.13	-5.002	23.409	-0.157	0.103	-0.091
Si	-27.679	-2.504	23.814	0.049	-0.059	-0.123
Si	29.374	-1.735	-3.082	0.118	-0.082	0.083
Si	25.212	-6.843	25.606	-0.058	-0.071	-0.018
Si	-26.059	5.889	-2.874	-0.09	-0.151	0.113
Si	-30.309	4.051	24.316	-0.086	-0.179	-0.009
Si	32.532	-8.026	23.672	0.041	0.027	-0.133
Si	30.373	3.67	25.669	-0.037	0.056	-0.102
Si	-31.198	-4.53	25.706	0.021	0.055	-0.016
Si	-22.14	0.278	-5.495	-0.1	-0.086	-0.016
Si	23.552	1.622	-5.056	-0.055	0.086	0.031
Si	-32.296	-5.581	-4.477	0.078	-0.03	0.011
Si	30.988	-4.29	-2.807	-0.138	-0.004	-0.04
Si	30.671	4.977	-7.009	-0.033	-0.125	0.006
Si	-28.403	7.889	-2.441	0.072	0.028	0.002
Si	-29.97	-2.027	-5.754	0.027	0.024	-0.062
Si	27.289	2.766	23.726	0.033	0.067	-0.035
Si	-20.732	6.245	-6.666	0.038	-0.002	-0.007
Si	-26.276	-0.779	-3.001	0.058	-0.048	0.164
Si	30.495	5.093	-2.353	0.006	-0.04	0.132
Si	-29.899	3.459	-4.602	0.007	-0.073	0.083
Si	-29.8	2.118	26.345	-0.162	-0.119	0.05
Si	-27.937	4.45	-6.828	0.065	-0.179	-0.124
Si	-28.389	-0.483	25.768	-0.007	0.142	-0.091
Si	23.695	-2.027	24.172	0.139	-0.039	-0.063
Si	22.233	-7.646	25.978	0.087	-0.055	-0.147
Si	28.986	6.295	25.391	0.101	-0.129	-0.021
Si	24.325	2.959	-2.235	0.005	-0.051	-0.011
Si	-25.688	-6.138	24.47	-0.124	0.028	-0.137
Si	22.031	-3.803	-4.457	0	-0.086	-0.15
Si	24.977	6.032	-2.739	-0.123	0.038	0.058
Si	-32.612	-2.856	23.759	0.024	0.008	-0.072
Si	-29.336	-4.849	-5.347	-0.051	-0.009	0.058
Si	-24.152	-4.916	-5.648	-0.125	-0.087	0.003
Si	21.943	-0.687	-4.774	-0.032	-0.144	-0.052
Si	-31.039	-0.844	-3.078	0.039	-0.094	0.021
Si	-28.591	1.149	-2.967	0.045	0.049	0.009
Si	27.344	-5.204	-5.089	-0.076	0.079	-0.012
Si	29.293	-4.238	26.418	-0.015	0.065	-0.051
Si	-25.706	-3.595	-3.723	-0.049	0.042	0.043
Si	-31.916	5.148	-2.772	-0.026	-0.049	0.005
Si	-30.104	6.906	24.51	0.075	0.01	-0.204
Si	31.428	0.644	-3.302	-0.011	0.063	0.097
Si	-22.864	-2.967	-2.483	0.007	0.048	0.119
Si	27.51	3.945	26.296	-0.058	-0.063	-0.043
Si	-31.238	-8.102	-2.935	0.026	0	0.077
Si	34.016	-1.351	5.256	-0.017	0.001	0.009
Si	36.773	1.343	5.293	0.009	0.009	-0.001
Si	34.069	4.058	5.309	0.021	0.003	0.017
Si	-28.47	6.797	5.368	0.013	-0.011	0.026
Si	34.03	9.55	5.315	-0.013	0.017	0.001
Si	-28.496	-4.037	5.365	0.002	0.012	0.016
Si	-25.796	-1.316	5.357	-0.003	0.018	0.008
Si	-23.04	1.392	5.407	0.011	0.003	0.004
Si	-25.746	4.072	5.392	0.005	-0.003	0.016
Si	-22.986	6.768	5.443	0.017	-0.009	-0.004
Si	-25.75	-6.801	5.385	-0.011	-0.008	0.012
Si	-23.033	-4.069	5.43	-0.023	-0.017	0.004
Si	28.563	-1.363	5.182	0.01	0.018	0.005
Si	31.312	1.339	5.263	0.027	0.003	0.018
Si	28.559	4.078	5.245	0.012	0.008	0.003
Si	31.278	6.797	5.304	-0.006	-0.001	0.012
Si	28.521	-6.74	5.216	-0.013	-0.001	0.018
Si	31.275	-4.063	5.19	-0.013	0.005	-0.003
Si	35.391	-0.006	6.645	-0.005	-0.014	-0.013
Si	-27.16	2.708	6.694	0.003	0.008	-0.001
Si	-29.867	5.43	6.683	0.012	-0.006	-0.001
Si	-27.135	-8.146	6.735	-0.008	-0.006	-0.002
Si	-29.893	-5.408	6.682	-0.001	0.005	-0.003
Si	-27.149	-2.678	6.728	-0.009	-0.003	0.002
Si	-24.431	0.026	6.742	-0.001	-0.007	-0.007
Si	-21.697	2.72	6.819	-0.013	-0.002	-0.004
Si	-24.401	5.434	6.774	-0.009	-0.01	-0.003
Si	-21.676	-8.171	6.835	-0.001	0	0.002
Si	-24.41	-5.436	6.767	0.012	0.001	0.005
Si	-21.714	-2.703	6.828	0.003	0.001	-0.005
Si	29.925	-0.02	6.584	-0.003	0	-0.004
Si	32.673	2.704	6.635	-0.009	-0.016	-0.005
Si	29.91	5.433	6.63	-0.002	0.007	0.013
Si	32.66	8.167	6.643	0.003	-0.016	0.001
Si	29.917	-5.409	6.576	-0.007	-0.011	-0.004
Si	32.635	-2.714	6.592	0.001	0.006	-0.006
Si	34.032	1.359	8.006	-0.001	0.009	0.001
Si	-28.52	4.076	8.054	-0.008	0	0.004
Si	34.028	6.81	8.006	0.006	0.005	-0.007
Si	-28.532	-6.774	8.051	0.01	0.001	-0.003
Si	33.998	-4.047	7.999	-0.001	-0.005	-0.006
Si	-28.544	-1.336	8.058	0.007	-0.002	0.001
Si	-25.811	1.376	8.095	-0.004	0.002	-0.009
Si	-23.069	4.086	8.165	0.015	0.019	0.002
Si	-25.789	6.807	8.105	0.002	-0.001	-0.002
Si	-23.071	-6.795	8.154	-0.012	-0.009	-0.007
Si	-25.796	-4.056	8.092	0.007	0.01	-0.008
Si	-23.098	-1.334	8.148	0	0.001	0.006
Si	28.57	1.357	7.936	0.006	-0.004	-0.002
Si	31.299	4.08	7.972	0.006	0.01	-0.002
Si	28.552	6.824	7.952	0.005	0.005	0.005
Si	31.276	-6.775	7.958	0.003	0.003	-0.005
Si	28.561	-4.057	7.94	0.011	0.02	0.003
Si	31.288	-1.356	7.964	-0.004	-0.001	0.002
Si	32.648	0.004	9.34	0.002	-0.008	-0.001
Si	-29.906	2.724	9.392	0.01	-0.001	0.002
Si	32.652	5.447	9.344	0.003	-0.002	0.001
Si	-29.906	-8.146	9.385	-0.002	-0.003	0.002
Si	32.637	-5.422	9.338	-0.001	0.003	0
Si	-29.923	-2.7	9.388	-0.01	0.006	0.001
Si	-27.193	0.022	9.44	-0.005	-0.01	0.003
Si	-24.467	2.731	9.487	-0.003	-0.001	-0.002
Si	-27.179	5.446	9.433	0.002	-0.011	0
Si	-24.458	-8.148	9.492	0.001	0.001	0.004
Si	-27.183	-5.415	9.431	-0.006	0.004	0.001
Si	-24.469	-2.698	9.49	-0.006	-0.013	0.006
Si	27.199	0	9.279	-0.003	0.004	-0.005
Si	29.927	2.72	9.31	0.005	-0.004	0.001
Si	27.2	5.45	9.302	0.007	0.001	0.007
Si	29.92	-8.143	9.313	-0.005	-0.014	0.005
Si	27.199	-5.428	9.29	-0.001	-0.013	-0.003
Si	29.921	-2.709	9.316	0.004	0	0.005
Si	33.996	-1.334	10.736	0.004	-0.004	0.003
Si	-28.565	1.384	10.789	-0.004	0.014	0.005
Si	-31.275	4.099	10.729	0	-0.001	0.001
Si	-28.56	-9.504	10.767	0.006	0.007	-0.001
Si	-31.284	-6.776	10.717	0.001	-0.003	-0.002
Si	-28.564	-4.051	10.767	0.001	-0.004	-0.005
Si	-25.847	-1.331	10.826	-0.003	0.001	0.002
Si	-23.124	1.381	10.877	0	0	0
Si	-25.841	4.098	10.827	0.004	0.013	-0.001
Si	-23.119	-9.499	10.882	0.002	0.002	-0.001
Si	-25.844	-6.777	10.82	0.002	0	-0.004
Si	-23.125	-4.056	10.875	0.006	0.004	-0.001
Si	28.56	-1.339	10.657	0.004	0	0
Si	31.287	1.377	10.686	0.006	-0.003	0.003
Si	28.572	4.096	10.658	0.003	0.013	0.002
Si	31.28	6.816	10.682	0.006	0.009	-0.002
Si	28.558	-6.781	10.663	0.005	0.01	0.006
Si	31.278	-4.059	10.691	-0.001	-0.004	0.001
Si	35.328	0.032	12.13	-0.003	-0.018	0.005
Si	-27.218	2.742	12.171	-0.002	-0.006	0
Si	-29.931	5.457	12.116	0.004	0.006	-0.003
Si	-27.224	-8.144	12.156	-0.01	-0.008	-0.003
Si	-29.933	-5.421	12.103	-0.002	0.007	-0.002
Si	-27.235	-2.682	12.16	0.001	-0.004	-0.002
Si	-24.501	0.025	12.217	0.002	-0.002	-0.005
Si	-21.792	2.739	12.273	-0.005	-0.002	0.003
Si	-24.507	5.463	12.212	0.005	-0.005	-0.005
Si	-21.785	-8.14	12.273	-0.009	0.005	0
Si	-24.51	-5.415	12.209	-0.008	-0.009	-0.002
Si	-21.784	-2.696	12.261	0.002	-0.012	0
Si	29.917	0.021	12.028	-0.001	0.003	0.003
Si	32.63	2.741	12.07	0.007	0.007	-0.001
Si	29.923	5.452	12.038	0.004	-0.007	0.003
Si	32.624	8.179	12.057	-0.002	-0.012	-0.003
Si	29.912	-5.42	12.033	0.003	-0.001	0.003
Si	32.627	-2.7	12.071	-0.002	0	-0.001
Si	33.957	1.401	13.479	-0.011	0.024	0.004
Si	-28.588	4.108	13.513	0.006	-0.003	0.009
Si	-31.316	6.825	13.443	-0.005	0.013	0.005
Si	-28.597	-6.778	13.494	0.006	-0.006	0.002
Si	33.982	-4.051	13.444	0.017	-0.016	0
Si	36.68	-1.312	13.512	-0.007	0.006	0.012
Si	-25.871	1.394	13.559	0.007	-0.002	0.003
Si	-23.169	4.115	13.604	-0.017	0.02	0
Si	-25.89	-9.498	13.551	0.009	0.003	-0.007
Si	-23.17	-6.772	13.599	0.013	-0.002	0.008
Si	-25.886	-4.036	13.537	-0.005	0.003	0.003
Si	-23.15	-1.324	13.602	0.006	-0.007	-0.001
Si	28.566	1.393	13.377	0.006	-0.002	0.001
Si	31.268	4.098	13.425	0.013	0.002	0.005
Si	28.566	-9.506	13.39	0.011	-0.004	0.008
Si	31.259	9.542	13.405	-0.001	0.008	0.004
Si	28.551	-4.044	13.368	-0.01	0.009	0.003
Si	31.264	-1.327	13.409	0.004	-0.009	0.004
Si	32.563	0.048	14.817	-0.007	-0.025	0.005
Si	35.312	2.757	14.859	-0.007	-0.003	0.003
Si	32.605	5.466	14.802	0.002	-0.005	0
Si	-29.985	8.182	14.83	0.004	-0.012	0.005
Si	32.611	-5.419	14.772	-0.004	-0.003	0.006
Si	35.295	-2.674	14.839	-0.006	-0.003	0.007
Si	38.027	0.047	14.902	0.001	0	0.004
Si	-24.539	2.76	14.951	0.007	-0.003	0.003
Si	-27.245	5.455	14.912	0	0.006	0.008
Si	-24.551	-8.139	14.932	-0.011	-0.004	0.01
Si	-27.26	-5.401	14.868	0.007	-0.01	0.003
Si	-24.543	-2.676	14.923	-0.006	-0.002	0
Si	27.207	0.031	14.714	-0.003	0.011	0.006
Si	29.907	2.736	14.781	-0.007	0.008	0.009
Si	27.214	5.428	14.728	-0.007	-0.012	0.004
Si	29.903	-8.135	14.767	0.003	0	0.008
Si	27.201	-5.404	14.719	-0.005	0.007	0.01
Si	29.886	-2.676	14.745	0.007	-0.008	0.001
Si	-14.988	-1.332	0.244	0.308	-0.027	0.719
Si	-12.289	1.691	0.321	-0.021	-0.175	0.775
Si	-14.514	3.861	0.129	-0.233	0.068	0.712
Si	-11.802	6.465	0.319	-0.179	0.161	0.764
Si	-14.991	-6.617	0.204	0.188	-0.121	0.71
Si	-11.84	-4.36	0.346	-0.138	0.158	0.812
Si	-9.204	-1.561	0.282	-0.136	0.212	0.791
Si	-6.406	1.254	0.279	-0.292	0.025	0.678
Si	-9.556	4.28	0.44	0.074	-0.221	0.758
Si	-6.535	6.4	0.383	-0.022	0.214	0.682
Si	-9.81	-6.676	0.459	0.202	-0.013	0.703
Si	-23.298	-3.76	0.208	0.195	-0.23	0.679
Si	-20.446	-1.264	0.077	0.229	-0.18	0.642
Si	-17.15	0.933	0.157	-0.139	0.153	0.744
Si	-20.473	4.253	0.017	0.22	-0.139	0.685
Si	-17.556	7.021	0.182	0.132	-0.341	0.66
Si	-19.85	-7.115	0.256	-0.128	0.205	0.798
Si	-17.086	-4.249	0.122	-0.347	0.093	0.667
Si	-13.423	-0.039	1.459	-0.005	0.026	-0.063
Si	-10.805	2.782	1.728	0.002	0.001	-0.046
Si	-13.452	5.383	1.57	-0.001	-0.003	-0.076
Si	-10.886	8.085	1.758	0.006	-0.018	-0.042
Si	-13.461	-5.491	1.592	0.003	-0.003	-0.048
Si	-10.736	-2.738	1.621	0.006	-0.016	-0.06
Si	-8.081	0.084	1.541	0.002	-0.023	-0.033
Si	-21.664	2.673	1.271	-0.004	-0.01	-0.026
Si	-8.046	5.371	1.802	-0.006	0.011	-0.025
Si	-21.44	-8.212	1.57	-0.015	0.012	-0.08
Si	-8.176	-5.457	1.614	0.02	-0.008	-0.063
Si	-21.669	-2.677	1.478	-0.004	-0.015	-0.053
Si	-18.838	-0.127	1.387	-0.044	0.002	-0.036
Si	-16.113	2.65	1.396	-0.008	-0.002	-0.075
Si	-18.819	5.37	1.333	-0.027	-0.009	-0.067
Si	-16.11	-8.144	1.578	-0.011	0.008	-0.033
Si	-18.803	-5.359	1.375	0.019	-0.017	-0.056
Si	-16.132	-2.771	1.651	-0.006	0	-0.065
Si	-14.808	1.314	2.846	0.024	0.008	0.032
Si	-12.16	4.113	3.059	-0.011	-0.001	0.047
Si	-14.809	6.769	2.903	0.012	-0.009	-0.008
Si	-12.234	-6.859	3.052	-0.006	0.015	0.032
Si	-14.776	-4.116	2.973	0.007	-0.011	0.026
Si	-12.125	-1.363	2.904	-0.013	-0.002	0.004
Si	-9.451	1.349	2.969	0.008	-0.003	0.01
Si	-6.713	3.974	3.08	0.014	0.01	0.013
Si	-9.423	6.797	3.066	-0.007	-0.003	0.014
Si	-6.792	-6.823	2.924	-0.002	-0.009	0.022
Si	-9.462	-4.101	3.038	-0.011	0.015	0.034
Si	-23.048	-1.317	2.786	-0.035	0.001	0.039
Si	-20.244	1.337	2.661	-0.011	-0.018	-0.003
Si	-17.513	4.01	2.733	-0.002	-0.007	0.013
Si	-20.125	6.695	2.847	0.025	-0.004	0.027
Si	-17.522	-6.746	2.852	-0.025	-0.001	0.033
Si	-20.257	-4.079	2.743	0.013	-0.019	0.002
Si	-17.577	-1.416	2.888	-0.001	0.017	0.023
Si	-16.213	-0.012	4.206	0.005	0.004	-0.017
Si	-13.532	2.681	4.3	0.015	-0.025	-0.02
Si	-16.222	5.39	4.176	-0.012	-0.01	-0.004
Si	-13.563	8.108	4.377	-0.006	0.006	0.012
Si	-16.202	-5.443	4.283	-0.013	-0.014	-0.008
Si	-13.473	-2.705	4.299	0.002	-0.013	0.006
Si	-10.811	-0.017	4.313	0.015	-0.007	-0.009
Si	-8.118	2.663	4.394	0.007	-0.009	-0.014
Si	-10.802	5.452	4.405	-0.019	0.003	-0.015
Si	-8.098	8.18	4.379	0	0.011	-0.001
Si	-10.846	-5.462	4.358	0.011	-0.01	-0.02
Si	-8.175	-2.708	4.419	0.01	0.005	-0.018
Si	-21.642	0.042	4.082	-0.008	-0.005	0.008
Si	-18.925	2.688	4.091	-0.004	0	-0.018
Si	-21.658	5.376	4.051	-0.015	0.003	-0.003
Si	-18.867	-8.165	4.193	-0.008	0.018	-0.005
Si	-21.592	-5.431	4.139	0.012	0.011	0.02
Si	-18.965	-2.749	4.198	-0.014	0.001	0.012
Si	-14.988	-1.367	16.497	0.01	0.007	0.005
Si	-12.265	1.366	16.531	-0.005	0.008	-0.004
Si	-14.996	4.088	16.44	-0.01	0.005	-0.014
Si	-12.228	6.831	16.52	0.013	0.019	-0.001
Si	-14.995	-6.772	16.468	0.005	0.002	0.004
Si	-12.252	-4.053	16.557	-0.002	0.007	0.008
Si	-9.516	-1.353	16.592	0.006	0.011	0.008
Si	-23.182	1.417	16.329	-0.006	0.006	-0.009
Si	-9.503	4.105	16.598	0	0.017	0.008
Si	-23.233	-9.494	16.345	-0.003	-0.004	0.004
Si	-9.532	9.581	16.586	-0.005	-0.008	0.009
Si	-23.205	-4.022	16.314	0.016	-0.003	-0.01
Si	-20.452	-1.299	16.402	0.002	0.009	0.003
Si	-17.76	1.362	16.405	-0.004	0.001	-0.009
Si	-20.475	4.114	16.353	0.007	0.006	-0.01
Si	-17.743	-9.491	16.399	0.003	-0.006	-0.016
Si	-20.5	-6.767	16.349	0.002	-0.001	-0.014
Si	-17.768	-4.029	16.394	-0.006	0.016	-0.012
Si	-13.616	-0.02	17.877	-0.003	-0.019	0.018
Si	-10.915	2.73	17.903	0.005	-0.013	-0.025
Si	-13.612	5.428	17.793	-0.006	-0.012	-0.017
Si	-10.928	8.234	17.925	-0.005	-0.006	0.021
Si	-13.669	-5.402	17.868	0.013	-0.011	0.004
Si	-10.87	-2.723	17.955	-0.005	-0.01	-0.006
Si	-8.171	0.011	17.976	-0.007	-0.01	0.014
Si	-21.809	2.746	17.718	0.001	0.008	-0.006
Si	-8.105	5.467	17.959	-0.002	0.003	0.014
Si	-21.91	-8.091	17.693	0.005	0.01	-0.01
Si	-8.135	-5.406	17.972	0.004	-0.008	-0.024
Si	-21.855	-2.666	17.692	-0.021	-0.022	0.001
Si	-19.133	0.076	17.827	-0.024	0.023	0.01
Si	-16.385	2.705	17.734	0.022	-0.002	-0.005
Si	-19.155	5.494	17.718	0	-0.01	0.018
Si	-16.379	-8.15	17.77	0	0.023	0.011
Si	-19.162	-5.388	17.698	-0.014	-0.011	-0.005
Si	-16.423	-2.707	17.802	-0.003	-0.023	-0.004
Si	-15.042	1.364	19.138	0	0.009	-0.043
Si	-12.295	4.1	19.226	-0.007	0.006	-0.001
Si	-14.98	6.79	19.091	0.003	0.002	-0.019
Si	-12.344	9.594	19.296	0.037	-0.015	-0.023
Si	-15.139	-4.112	19.188	0.01	-0.029	0
Si	-12.27	-1.388	19.296	-0.033	0.03	-0.027
Si	-9.594	1.372	19.299	-0.006	0.004	-0.001
Si	-23.121	4.067	19.121	-0.009	0.025	-0.014
Si	-9.476	6.918	19.24	0.01	0.039	-0.022
Si	-23.236	-6.709	19.086	0.026	0.004	-0.01
Si	-9.461	-4.031	19.357	-0.008	0.035	0.013
Si	-6.768	-1.294	19.373	0.022	-0.016	-0.019
Si	-20.504	1.464	19.215	0.019	-0.009	-0.008
Si	-17.797	4.069	19.004	-0.01	0.003	-0.049
Si	-20.57	-9.449	19.035	0.006	-0.014	-0.016
Si	-17.801	-6.751	19.028	-0.019	0.009	-0.029
Si	-20.545	-4.056	19.068	-0.023	-0.01	-0.025
Si	-17.735	-1.288	19.142	0.013	0	-0.001
Si	-16.415	0.068	20.56	0.023	0.018	0.055
Si	-13.694	2.701	20.53	-0.007	-0.029	0.042
Si	-16.404	5.388	20.297	0.007	-0.01	0.051
Si	-13.783	8.163	20.578	0.021	0.017	0.011
Si	-16.5	-5.522	20.546	0.023	-0.001	0.054
Si	-13.817	-2.727	20.516	-0.001	0.045	0.03
Si	-10.921	-0.008	20.72	0.011	-0.021	0.008
Si	-8.22	2.756	20.628	-0.006	0.015	0.031
Si	-10.912	5.546	20.471	0.016	0.008	0.044
Si	-8.17	8.22	20.796	-0.009	0.003	0.077
Si	-10.871	-5.391	20.65	-0.028	-0.035	0.051
Si	-8.106	-2.678	20.804	-0.006	0.008	0.052
Si	43.406	0.064	20.54	-0.026	0.001	0.064
Si	-19.102	2.86	20.543	-0.013	0.001	0.081
Si	-21.787	5.501	20.498	-0.011	-0.018	0.044
Si	-19.22	-8.059	20.337	0.006	0.01	0.057
Si	-21.898	-5.375	20.539	0.022	0.015	0.081
Si	-19.142	-2.677	20.361	-0.018	-0.013	0.034
Si	-14.849	-1.079	21.892	-0.141	-0.193	-0.731
Si	-12.601	1.138	21.93	0.141	0.134	-0.735
Si	-15.346	3.856	21.722	0.131	0.062	-0.761
Si	-12.092	7.08	21.783	-0.131	-0.099	-0.785
Si	-15.637	8.974	21.852	0.119	0.163	-0.752
Si	-12.445	-4.1	21.783	0.053	-0.043	-0.65
Si	-9.262	-1.026	22.11	-0.144	-0.217	-0.691
Si	41.707	1.045	21.897	0.247	0.242	-0.701
Si	-9.427	4.381	21.831	-0.071	-0.129	-0.7
Si	-23.534	6.668	21.546	0.165	0.059	-0.717
Si	-9.87	9.329	22.115	0.301	0.247	-0.715
Si	-6.349	-3.89	21.86	-0.238	-0.021	-0.677
Si	44.693	-1.513	21.761	0.088	0.248	-0.69
Si	-17.559	1.671	21.87	-0.17	-0.15	-0.768
Si	-20.019	4.603	21.88	-0.166	-0.088	-0.716
Si	-17.827	6.793	21.456	0.007	0.01	-0.477
Si	-20.223	-6.487	21.794	-0.239	-0.143	-0.759
Si	-18.06	-4.214	21.723	0.271	0.026	-0.701
Si	-22.839	-1.737	26.068	0.072	0.169	0.018
Si	-12.307	-0.353	-3.477	-0.105	0.039	-0.046
Si	-13.305	-2.729	-1.919	-0.103	-0.075	0.158
Si	-19.352	0.257	24.041	-0.01	-0.061	-0.148
Si	-19.589	-0.999	-5.331	-0.014	-0.035	0.047
Si	-11.417	3.143	24.032	-0.035	0.081	-0.23
Si	-22.609	7.115	24.364	-0.093	-0.04	-0.041
Si	-22.304	-6.736	-4.337	-0.005	-0.041	0.069
Si	-23.437	-4.304	24.516	-0.051	0.06	0.015
Si	-10.951	-2.713	23.988	0.063	0.134	-0.038
Si	-17.235	1.574	-2.826	0.02	-0.019	0.006
Si	-25.101	7.382	25.684	-0.067	-0.058	-0.051
Si	-9.366	7.208	-3.792	-0.074	-0.084	0.098
Si	-11.75	-7.505	-6.652	0.02	0.024	-0.001
Si	-16.789	-0.996	-4.595	0.034	0.011	-0.065
Si	-18.064	-6.643	-6.871	-0.08	0.015	-0.003
Si	-14.275	-5.525	23.726	-0.03	-0.035	-0.067
Si	-9.349	1.346	-6.76	-0.073	-0.078	-0.031
Si	-25.904	6.222	-5.877	0.052	0.19	0.133
Si	-16.288	5.279	-1.972	0.06	0.106	-0.002
Si	-17.37	-3.583	-2.911	-0.063	0.027	0.137
Si	-22.189	0.872	24.638	-0.11	-0.057	-0.096
Si	-12.955	-4.776	-4.038	0.046	0.073	0.009
Si	-10.266	-5.24	-4.973	0.105	-0.018	0.004
Si	-20.811	4.686	24.751	-0.005	-0.133	-0.08
Si	-4.309	5.579	-6.554	-0.048	-0.08	-0.054
Si	-10.234	0.465	-1.783	-0.017	-0.005	0.218
Si	-18.845	3.815	-2.499	-0.08	0.026	0.033
Si	-16.637	6.15	-4.975	-0.034	-0.069	0.064
Si	-9.672	6.855	-6.782	-0.005	-0.002	-0.105
Si	-10.88	3.934	-6.681	-0.006	-0.079	-0.128
Si	-11.947	-1.211	26.433	-0.021	0.015	0.109
Si	-19.436	6.532	-3.965	0.125	0.001	0.019
Si	-20.075	-2.513	-2.851	-0.067	-0.03	0.194
Si	-14.378	-7.341	-2.797	-0.073	0.053	0.172
Si	-23.379	0.022	-2.707	-0.051	-0.049	0.093
Si	-9.687	-5.465	24.853	-0.046	-0.089	-0.003
Si	-27.868	7.367	26.358	0.067	0.129	0.01
Si	-23.988	-8.156	-2.074	-0.025	0.18	-0.019
Si	-16.212	-3.01	23.856	-0.044	0.023	-0.076
Si	-19.88	-7.152	-2.632	-0.038	-0.042	0.017
Si	-15.576	6.378	26.065	-0.067	-0.056	0.021
Si	-28.02	-4.823	25.732	-0.058	0.049	-0.145
Si	-21.342	-6.626	24.607	0.13	-0.046	-0.067
Si	-14.433	1.964	-3.932	-0.057	-0.186	-0.058
Si	-17.096	-6.4	-3.818	-0.022	0.016	-0.001
Si	-12.783	4.437	-4.521	0.032	0.103	-0.014
Si	-17.993	4.674	26.239	0	-0.001	0.073
Si	-13.991	6.675	-6.336	-0.063	0.113	-0.082
Si	-13.598	5.328	23.902	0.021	-0.114	-0.111
Si	-14.722	0.308	-6.39	-0.013	-0.052	0.047
Si	-11.787	-0.58	-6.338	0.014	-0.041	0.02
Si	-25.775	2.46	26.33	0.103	0.067	0.039
Si	-12.229	6.882	-2.739	-0.004	0.002	0.152
Si	-14.883	-1.358	5.611	0.002	0.017	0.002
Si	-12.176	1.343	5.666	-0.001	-0.005	0.004
Si	-14.907	4.057	5.611	0.005	0.015	-0.006
Si	-12.181	6.794	5.735	0.021	0.006	0.016
Si	-14.916	9.5	5.681	-0.002	-0.006	0.018
Si	-12.178	-4.077	5.7	0	0.004	0.003
Si	-9.522	-1.36	5.75	-0.008	-0.003	0.004
Si	-6.753	1.344	5.751	-0.002	-0.017	0.004
Si	-9.469	4.056	5.729	0.007	0.011	0.004
Si	-6.796	6.791	5.757	0	-0.005	0.003
Si	-9.479	-6.798	5.722	-0.002	0.007	0.01
Si	-6.784	-4.09	5.71	0.01	0.002	-0.001
Si	-20.338	-1.344	5.488	-0.012	0.002	0.007
Si	-17.6	1.356	5.525	-0.008	-0.007	-0.003
Si	-20.315	4.041	5.451	-0.004	0.005	0.001
Si	-17.556	6.776	5.558	0.015	0.016	0
Si	-20.278	-6.813	5.516	0.012	-0.007	0.011
Si	-17.602	-4.079	5.584	0	-0.01	0.008
Si	-13.552	-0.007	7.008	0.006	-0.011	-0.006
Si	-10.843	2.698	7.057	0.003	-0.012	-0.008
Si	-13.566	5.407	7.02	0	-0.004	-0.01
Si	-10.836	-8.156	7.082	-0.012	-0.001	0.002
Si	-13.557	-5.444	7.025	-0.004	-0.006	-0.006
Si	-10.859	-2.726	7.094	-0.001	0.011	-0.003
Si	-8.13	-0.016	7.087	0.006	-0.011	-0.004
Si	-5.403	2.722	7.077	-0.002	0.012	-0.007
Si	-8.145	5.429	7.101	-0.002	0.009	0.003
Si	-5.428	8.151	7.093	0.001	0.003	-0.005
Si	-8.135	-5.437	7.084	-0.004	0.002	-0.013
Si	-5.442	-2.74	7.091	0	0.001	0.001
Si	-18.979	0	6.871	-0.005	0.001	-0.001
Si	-16.286	2.71	6.946	-0.004	0.002	-0.012
Si	-18.986	5.424	6.853	-0.009	0.004	-0.012
Si	-16.269	8.125	6.998	-0.005	-0.003	-0.001
Si	-18.968	-5.448	6.916	-0.001	-0.014	0.001
Si	-16.261	-2.713	6.954	-0.003	0	-0.004
Si	-14.929	1.365	8.332	0.004	-0.002	-0.005
Si	-12.211	4.063	8.396	-0.004	0.009	-0.007
Si	-14.918	6.782	8.368	0.003	0.013	-0.005
Si	-12.209	-6.79	8.409	0.021	0.014	-0.005
Si	-14.93	-4.071	8.348	0	-0.008	-0.005
Si	-12.224	-1.353	8.411	-0.011	-0.012	0.003
Si	-9.488	1.355	8.428	-0.001	0.008	-0.005
Si	-6.765	4.078	8.438	0.006	0.012	-0.004
Si	-9.499	6.796	8.447	-0.003	-0.008	-0.003
Si	-6.784	-6.802	8.444	0.007	-0.002	-0.008
Si	-9.49	-4.079	8.441	0.002	0.008	0.006
Si	-6.79	-1.379	8.448	-0.01	-0.013	-0.002
Si	-20.361	1.364	8.207	-0.004	-0.004	-0.005
Si	-17.655	4.085	8.273	0	-0.003	-0.006
Si	-20.343	6.794	8.218	0.001	0.006	0.003
Si	-17.643	-6.807	8.307	-0.003	-0.009	0.002
Si	-20.364	-4.064	8.216	0.004	-0.008	-0.011
Si	-17.641	-1.345	8.275	0.004	0.008	-0.009
Si	-16.301	0.004	9.669	-0.004	-0.004	0.001
Si	-13.584	2.708	9.731	0.001	0.002	-0.006
Si	-16.311	5.427	9.682	-0.002	0.006	-0.001
Si	-13.577	-8.165	9.737	0.001	-0.017	-0.003
Si	-16.299	-5.441	9.679	-0.002	-0.007	-0.001
Si	-13.588	-2.721	9.738	-0.004	0.007	0.001
Si	-10.86	0	9.774	0.006	-0.009	-0.002
Si	-8.134	2.718	9.786	-0.002	-0.002	-0.003
Si	-10.868	5.429	9.774	-0.007	0.009	0.004
Si	-8.14	-8.161	9.799	-0.009	-0.002	0.003
Si	-10.859	-5.438	9.781	-0.007	-0.004	0.001
Si	-8.143	-2.725	9.811	0.005	0.002	0.005
Si	-21.747	0.012	9.541	0.004	-0.002	0.005
Si	-19.03	2.724	9.605	-0.013	0.001	-0.001
Si	-21.737	5.448	9.553	-0.006	-0.003	0.005
Si	-19.025	-8.165	9.627	0.006	0.005	0.004
Si	-21.743	-5.429	9.548	-0.001	0	0.001
Si	-19.021	-2.709	9.605	0.003	-0.001	0.001
Si	-14.957	-1.348	11.06	0.001	-0.007	-0.001
Si	-12.228	1.366	11.114	-0.006	0.007	0
Si	-14.952	4.08	11.064	0.001	-0.004	0.001
Si	-12.228	-9.518	11.113	0.003	0.008	0.002
Si	-14.95	-6.79	11.063	0.004	0.008	-0.006
Si	-12.228	-4.068	11.114	0.005	0.003	0.003
Si	-9.506	-1.352	11.147	-0.005	-0.003	0.003
Si	-6.781	1.353	11.143	0.004	-0.001	0
Si	-9.499	4.081	11.136	-0.001	0.007	-0.003
Si	-6.771	6.802	11.149	0.011	-0.006	0.001
Si	-9.503	-6.795	11.145	0.001	0.001	-0.002
Si	-6.779	-4.083	11.163	-0.001	-0.001	0.003
Si	-20.401	-1.339	10.931	-0.003	-0.003	-0.003
Si	-17.679	1.376	10.991	0.006	0.008	-0.009
Si	-20.403	4.092	10.943	0.004	0.009	0
Si	-17.677	6.807	11.013	-0.003	0.007	0
Si	-20.404	-6.781	10.943	0	-0.009	0.002
Si	-17.678	-4.064	10.997	0.006	-0.008	-0.005
Si	-13.601	-0.002	12.445	-0.005	-0.012	0.001
Si	-10.866	2.721	12.485	0.003	0.001	-0.002
Si	-13.599	5.438	12.447	-0.006	0.011	0
Si	-10.875	-8.157	12.482	-0.004	-0.011	-0.004
Si	-13.6	-5.435	12.444	0	-0.011	-0.002
Si	-10.873	-2.712	12.487	0.001	0.01	-0.003
Si	-8.144	0.004	12.51	-0.003	0	-0.002
Si	-5.422	2.724	12.487	0.007	0.006	-0.003
Si	-8.14	5.444	12.499	-0.003	0.008	0
Si	-5.417	8.161	12.514	-0.004	-0.002	0.006
Si	-8.149	-5.436	12.513	-0.003	-0.007	0.001
Si	-5.414	-2.714	12.507	0	-0.005	0
Si	-19.059	0.019	12.321	0.004	0.001	-0.001
Si	-16.331	2.716	12.388	-0.01	-0.003	-0.001
Si	-19.065	5.448	12.335	-0.002	-0.011	-0.001
Si	-16.331	8.17	12.393	0.005	-0.003	0
Si	-19.061	-5.418	12.33	0.005	0.003	0.004
Si	-16.329	-2.715	12.386	-0.005	0.006	-0.004
Si	-14.983	1.359	13.773	0.006	0.01	0.003
Si	-12.23	4.093	13.826	0.001	-0.002	0
Si	-14.971	6.819	13.769	-0.005	0	0.005
Si	-12.239	-6.783	13.82	0.007	0.001	0.003
Si	-14.972	-4.062	13.773	0.007	-0.002	0
Si	-12.239	-1.346	13.827	-0.006	0	0.001
Si	-9.508	1.37	13.863	0.001	0.001	0.006
Si	-6.784	4.077	13.856	0.005	-0.003	-0.001
Si	-9.507	6.815	13.844	0	0.007	0
Si	-6.787	9.528	13.874	0	0.008	0.009
Si	-9.511	-4.061	13.857	-0.004	-0.001	-0.001
Si	-6.78	-1.356	13.869	0.012	-0.003	0
Si	-20.442	1.385	13.652	0.003	0.001	0.004
Si	-17.708	4.093	13.705	0.006	0.005	-0.003
Si	-20.446	-9.498	13.659	0.006	0.001	0
Si	-17.711	9.549	13.712	0	0	0.004
Si	-20.444	-4.041	13.654	-0.012	0.012	0.002
Si	-17.705	-1.337	13.699	0.006	-0.007	-0.003
Si	-16.357	-0.014	15.109	-0.012	-0.015	0.006
Si	-13.614	2.711	15.134	-0.009	-0.004	0.002
Si	-16.36	5.451	15.081	0.007	0.003	0.005
Si	-13.613	8.171	15.15	0.001	-0.006	-0.001
Si	-16.362	-5.415	15.099	-0.006	-0.001	0.009
Si	-13.61	-2.716	15.158	0.014	0	0.005
Si	-10.876	0.002	15.207	-0.005	-0.008	-0.001
Si	-8.148	2.732	15.234	-0.007	0.001	0.007
Si	-10.858	5.451	15.198	0	0.003	0
Si	-8.175	8.183	15.227	-0.002	-0.009	0.003
Si	-10.89	-5.414	15.196	0.004	0.004	0.005
Si	-8.147	-2.713	15.234	-0.007	0.002	0.002
Si	-21.812	0.032	15.003	-0.007	-0.006	0.007
Si	-19.093	2.738	15.031	0.003	0.008	0.004
Si	-21.839	5.474	14.997	-0.005	-0.011	0.011
Si	-19.101	-8.134	15.031	-0.001	-0.002	0.008
Si	-21.836	-5.401	14.977	-0.003	-0.005	0.001
Si	-19.102	-2.665	15.029	0.005	-0.011	0
O	-6.718	2.135	-1.068	0.259	0.068	-0.448
O	-1.989	1.126	23.107	-0.125	0.056	0.341
O	-6.285	-5.592	-3.236	0.334	-0.253	-0.247
O	3.008	0.004	22.236	0.048	-0.024	0.206
O	5.111	2.307	25.109	0.218	-0.496	-0.071
O	1.658	-7.327	23.478	0.014	-0.462	0.444
O	5.554	7.994	22.529	0.046	-0.029	0.274
O	-3.636	3.831	23.136	-0.368	-0.238	0.159
O	3.744	-4.066	-1.411	-0.416	-0.104	-0.192
O	-8.173	0.128	22.548	-0.125	0.011	0.393
O	5.764	-5.796	25.324	-0.041	-0.337	-0.607
O	4.763	-3.382	23.272	-0.079	-0.021	0.07
O	1.186	-0.012	-4.225	-0.183	-0.529	0.268
O	7.669	-6.805	23.226	-0.121	0.221	0.395
O	-3.571	-3.483	26.39	-0.118	0.174	-0.104
O	5.159	1.501	22.721	0.168	-0.027	-0.011
O	9.47	7.226	-1.55	0.307	-0.309	-0.683
O	-5.653	1.419	-5.005	0.01	0.37	0.03
O	-0.312	1.445	-5.797	-0.239	-0.327	-0.099
O	-6.84	-7.097	24.529	-0.66	-0.102	0.314
O	2.186	-2.397	-0.305	0.19	0.05	-0.226
O	8.352	5.278	22.326	-0.229	0.157	0.122
O	-1.313	0.32	-3.761	0.016	-0.396	-0.38
O	6.999	3.832	-1.22	0.218	-0.054	-0.018
O	-8.117	-2.685	-0.195	-0.304	-0.001	-0.298
O	6.732	3.474	23.294	0.127	0.088	0.601
O	-2.332	5.761	22.186	-0.224	0.03	0.714
O	-3.506	-1.014	23.268	0.286	-0.262	0.312
O	-10.708	-6.055	25.964	-0.027	-0.174	-0.204
O	-6.29	5.493	-3.343	-0.123	0.311	0.313
O	1.211	-2.711	24.986	0.637	-0.108	0.261
O	3.507	-1.103	-4.893	0.48	-0.029	-0.022
O	11.172	1.94	25.481	-0.305	0.447	0.152
O	-9.41	4.901	26.146	-0.392	0.074	-0.695
O	7.721	-7.59	-6.88	-0.661	0.079	0.117
O	2.443	8.06	-3.34	0.124	0.059	-0.545
O	-5.429	0.015	-0.161	0.244	0.157	-0.611
O	-4.345	-2.251	-0.854	0.208	-0.607	0.097
O	6.482	-4.032	-5.451	0.253	-0.153	-0.046
O	1.966	4.35	23.315	-0.247	0.026	0.382
O	-3.684	-3.854	-2.868	-0.229	-0.492	-0.449
O	3.732	6.264	23.509	-0.077	-0.15	0.407
O	0.079	2.708	22.454	-0.171	0.035	0.555
O	6.444	6.822	-5.524	-0.553	-0.088	-0.233
O	6.677	-0.974	-1.516	-0.519	0.151	-0.005
O	5.014	-1.708	25.279	-0.507	-0.21	-0.079
O	0.24	-3.931	-6.003	0.269	-0.205	0.233
O	-7.943	7.063	25.528	-0.353	0.264	-0.117
O	-8.732	-2.434	26.15	-0.01	-0.026	-0.625
O	-0.657	-3.728	23.261	-0.098	0.469	-0.047
O	8.41	-5.499	25.357	0.464	0.136	0.57
O	-4.274	5.293	-4.996	0.297	-0.065	-0.03
O	-6.715	2.197	23.441	-0.027	0.243	0.043
O	-4.755	-6.859	23.016	0.116	-0.387	0.376
O	-2.638	-5.399	22.426	-0.035	-0.191	0.211
O	5.612	-5.858	-1.109	-0.468	0.121	-0.196
O	5.188	2.906	-2.888	-0.204	0.502	-0.119
O	-9.374	-7.63	-0.788	-0.411	-0.282	-0.355
O	2.946	-5.161	23.002	-0.081	-0.181	-0.142
O	3.255	5.507	-3.233	0.321	-0.313	0.23
O	4.534	0.988	-1.17	0.146	-0.541	-0.163
O	5.281	5.48	-0.255	0.209	0.174	-0.558
O	-3.279	2.484	-5.372	0.27	0.131	0.151
O	-0.134	-5.509	-0.156	-0.141	0.085	-0.566
O	-3.14	3.928	-0.763	-0.008	-0.328	0.014
O	-2.826	-8.097	-0.267	-0.147	-0.043	-0.554
O	2.779	-6.043	-5.599	-0.263	-0.389	0.207
O	6.441	5.176	-3.461	0.028	-0.039	-0.061
O	-7.78	3.336	-3.273	-0.061	-0.116	-0.196
O	-0.273	-0.737	25.779	-0.139	-0.258	-0.017
O	-2.837	-1.338	-2.646	0.437	-0.173	-0.095
O	2.646	2.654	-0.404	0.117	-0.057	-0.318
O	9.548	-4.961	23.059	0.048	0.152	0.258
O	-10.292	-4.047	-6.056	0.258	-0.048	0.307
O	3.963	-8.011	-6.862	0.541	0.096	-0.06
O	28.373	-5.839	-4.079	0.022	0.349	-0.03
O	0.839	-0.862	23.318	-0.323	-0.071	0.061
O	18.811	-2.989	-3.444	-0.333	0.366	-0.379
O	-5.755	6.154	-6.969	0.078	0.761	-0.159
O	-6.423	-5.991	-5.756	-0.377	-0.546	-0.111
O	-2.662	0.165	25.459	-0.258	-0.253	0.326
O	1.538	-7.215	-1.142	0.07	-0.29	0.104
O	0.345	2.368	-3.384	0.259	-0.156	0.234
O	-13.694	3.364	-3.778	-0.075	0.33	0.188
O	-6.894	-3.56	-4.803	-0.577	0.145	-0.227
O	-1.975	0.891	-1.302	-0.573	0.395	-0.12
O	-6.387	6.878	23.415	0.087	-0.09	0.191
O	-32.018	-7.041	-3.856	-0.077	-0.222	-0.033
O	13.02	-1.33	22.952	0.276	-0.318	0.431
O	7.642	7.558	-3.365	0.133	-0.058	0.005
O	-0.144	-7.728	-3.138	-0.187	-0.395	0.006
O	5.933	-3.833	-2.809	-0.065	0.531	0.408
O	-0.79	-6.099	-5.114	0.136	-0.105	-0.465
O	3.576	7.172	-1.202	-0.21	0.288	-0.041
O	26.64	3.195	25.157	-0.739	-0.173	0.207
O	-16.038	-0.195	-0.268	0.233	-0.125	-0.447
O	26.099	2.299	22.784	0.236	0.148	0.006
O	27.427	5.4	-0.545	0.106	-0.123	-0.38
O	23.388	0.014	-4.922	0.314	-0.53	-0.051
O	6.561	-1.517	23.151	0.309	0.458	0.263
O	-6.962	-6.883	-1.106	-0.06	0.076	0.339
O	-2.215	-6.102	-2.92	-0.34	-0.303	0.354
O	18.15	-5.795	22.751	-0.085	0.381	0.385
O	-6.297	-4.361	-0.936	0.044	0.468	-0.216
O	4.191	-5.651	-3.407	0.346	-0.6	-0.462
O	-16.729	-2.354	-3.735	0.643	0	0.136
O	-27.259	-5.988	24.872	-0.342	-0.397	-0.179
O	-13.312	-4.757	-5.622	-0.349	0.098	-0.089
O	-0.22	7.729	22.328	0.193	0.052	0.306
O	1.698	6.03	25.346	-0.072	0.54	0.051
O	-29.976	0.351	-2.939	-0.159	0.165	-0.032
O	15.861	-6.116	24.913	0.221	0.01	-0.29
O	23.563	6.776	-3.004	-0.53	-0.438	0.085
O	-5.42	5.308	-0.148	-0.01	-0.153	-0.642
O	28.947	3.194	26.268	0.031	-0.477	0.297
O	0.908	4.841	-4.087	-0.242	0.245	-0.275
O	-28.968	-3.299	-5.642	0.686	0.08	-0.151
O	9.241	1.959	-1.425	0.119	0.456	-0.051
O	16.594	2.597	22.02	0.165	0.191	0.475
O	9.594	-4.592	-1.275	0.471	-0.104	-0.026
O	17.579	-1.409	22.922	-0.423	0.019	0.187
O	-29.042	-5.805	-6.629	0.52	-0.254	0.012
O	15.444	-4.125	23.101	0.492	0.353	0.262
O	21.861	-8.043	21.834	-0.17	0.06	0.425
O	11.911	3.487	23.225	0.131	0.031	0.531
O	21.556	-5.449	-0.619	0.054	0.015	-0.424
O	8.392	-0.097	22.088	-0.178	-0.092	0.457
O	25.057	-5.754	24.449	0.76	0.339	-0.089
O	24.01	-1.431	22.688	0.36	0.456	0.063
O	18.151	-3.522	24.211	-0.502	-0.082	0.072
O	23.009	-6.04	22.881	-0.13	-0.247	0.358
O	31.702	7.206	22.836	0.022	-0.188	0.371
O	-4.521	1.232	24.142	-0.134	-0.288	-0.008
O	25.63	6.905	-1.543	-0.197	0.615	-0.279
O	8.966	6.518	-6.254	0.052	-0.001	0.558
O	14.591	-2.004	-5.856	0.097	-0.494	-0.47
O	-4.987	3.608	25.176	-0.208	0.418	0.478
O	19.572	-3.652	-1.085	-0.31	-0.344	-0.359
O	-23.252	-7.697	-3.435	-0.258	-0.085	-0.242
O	24.474	5.561	21.913	-0.169	-0.137	0.532
O	-19.464	4.769	25.618	0.061	0.121	0.218
O	17.338	8.07	22.617	0.316	-0.35	-0.073
O	8.011	-2.754	-0.323	0.1	-0.027	-0.12
O	22.785	3.761	22.67	-0.045	0.374	0.596
O	12.815	1.121	23.722	0.27	0.062	-0.162
O	-12.703	6.384	23.104	-0.102	0.193	0.478
O	9.584	-0.61	-6.121	-0.493	-0.137	-0.11
O	8.36	0.298	-3.207	0.302	-0.362	-0.339
O	18.131	5.335	-5.209	0.006	0.137	0.381
O	20.539	4.14	-5.379	0.205	0.147	0.066
O	13.565	5.287	22.167	0.003	0.071	0.361
O	31.147	6.215	-1.373	0.163	0.039	-0.32
O	23.999	-7.288	-4.308	0.275	0.127	0.219
O	17.609	5.15	-1.248	0.235	0.252	-0.184
O	-30.935	2.574	-5.46	-0.472	-0.412	0.257
O	8.324	-4.295	-3.628	-0.018	0.318	-0.22
O	27.87	6.801	-5.431	0.067	0.115	-0.192
O	18.974	-8.004	-3.493	0.024	-0.096	-0.663
O	10.594	0.005	-0.323	-0.139	-0.131	-0.262
O	-8.724	-5.429	-4.475	0.044	-0.372	0.295
O	12.222	-0.786	-6.068	-0.093	0.021	-0.397
O	12.341	-1.359	-1.555	0.368	-0.455	-0.167
O	17.757	-7.435	-1.238	0.217	-0.663	0.084
O	21.458	-4.086	-5.972	0.182	0.202	-0.231
O	-32.461	-0.159	-3.344	0.272	0.027	-0.211
O	14.011	-5.601	-3.378	0.105	-0.097	-0.063
O	20.73	6.285	22.875	0.032	-0.518	0.024
O	-17.498	4.246	-1.71	-0.089	-0.319	0.509
O	20.007	-1.212	-1.766	0.089	0.346	0.194
O	21.845	-6.084	25.787	0.234	0.235	-0.237
O	-17.268	-3.46	-1.295	-0.017	0.406	-0.091
O	15.596	-3.396	-3.909	0.643	-0.212	0.216
O	10.279	6.855	23.104	0.199	-0.285	0.472
O	22.261	-1.42	24.591	-0.217	0.453	-0.059
O	11.614	-0.6	26.389	0.293	-0.078	-0.295
O	22.235	2.401	24.814	-0.104	-0.172	0.34
O	-31.234	-7.479	-1.447	-0.023	-0.184	-0.154
O	-16.071	5.518	-3.569	0.2	-0.201	-0.099
O	-15.571	-1.65	23.25	0.117	0.315	0.333
O	7.75	2.873	-3.455	-0.101	-0.128	-0.228
O	-5.291	7.55	25.715	0.03	0.288	0.355
O	30.321	6.107	-5.878	0.161	0.335	0.039
O	-21.514	5.45	-0.4	-0.142	-0.134	-0.222
O	20.26	-4.344	22.824	0.084	-0.043	0.36
O	-30.336	5.433	25.152	-0.095	0.007	0.848
O	12.303	-7.44	-6.791	0.187	0.07	0.066
O	13.711	-5.68	22.028	0.119	-0.136	0.354
O	23.312	-7.165	-1.711	0.318	-0.032	-0.158
O	12.219	1.156	-2.412	-0.407	0.1	-0.002
O	18.922	2.909	-0.533	0.211	0.088	-0.664
O	7.419	-7.716	-0.949	-0.259	-0.232	0.242
O	20.285	6.562	-6.254	0.152	0.654	0.349
O	-1.017	-3.747	25.828	-0.309	0.048	0.139
O	-31.846	-1.716	22.915	0.152	0.08	0.373
O	2.854	-3.64	-4.563	-0.493	0.244	0.423
O	21.722	5.351	-0.516	0.157	0.072	-0.373
O	15.01	0.481	22.6	0.202	-0.054	0.02
O	16.211	-5.462	-0.475	-0.012	0.277	-0.132
O	29.881	5.504	21.998	-0.146	0.151	0.598
O	21.549	-8.007	-3.444	-0.385	0.112	-0.304
O	13.613	7.994	-0.279	0.214	0.031	-0.27
O	-25.747	7.851	-5.954	-0.026	0.383	0.411
O	25.295	7.584	-6.054	0.028	-0.048	-0.257
O	10.942	-0.703	-3.771	-0.387	0.071	0.228
O	14.132	-8.157	-3.175	-0.026	-0.608	0.482
O	29.058	-1.69	-1.5	-0.011	-0.522	0.222
O	-24.562	-2.799	-0.218	0.011	0.01	0.008
O	-12.214	5.394	-3.358	0.17	-0.545	0.41
O	21.406	7.614	25.048	-0.115	0.087	-0.189
O	-1.774	-3.945	-1.206	0.025	0.535	-0.185
O	12.137	-5.017	-5.73	0.563	0.127	-0.673
O	-29.204	-0.66	-6.165	0.081	0.049	0.504
O	-27.417	0.214	-3.561	-0.005	0.152	-0.29
O	26.472	-7.757	25.126	0.113	-0.306	0.316
O	-8.27	-8.172	-3.064	0.345	-0.031	-0.463
O	16.517	7.775	25.143	0.489	-0.234	0.46
O	25.586	-2.732	-3.954	-0.257	0.39	-0.008
O	20.173	6.024	-3.691	0.288	-0.517	0.233
O	10.83	-4.801	-3.509	0.284	-0.429	-0.021
O	14.586	-0.608	24.879	-0.224	-0.255	0.413
O	-13.222	-0.061	-6.893	-0.098	-0.072	-0.368
O	14.476	-3.765	-1.56	-0.455	0.325	-0.243
O	-29.689	8.071	-3.401	0.073	0.035	-0.642
O	14.549	0.598	-5.77	-0.387	0.441	-0.28
O	17.871	3.54	24.892	0.079	-0.313	0.008
O	-28.085	1.424	-1.46	0.562	-0.119	-0.151
O	-11.665	3.585	-5.321	0.138	-0.429	0.514
O	-15.419	1.314	25.972	0.232	0.013	-0.631
O	26.915	-2.903	21.96	-0.281	0.022	0.214
O	-23.938	6.47	25.039	-0.188	-0.522	-0.156
O	23.749	1.317	22.688	-0.112	-0.344	0.134
O	23.482	-4.358	-4.008	0.1	-0.525	0.06
O	-13.062	-0.148	25.923	0.347	0.332	-0.395
O	20.176	7.261	-1.402	-0.652	0.201	0.034
O	15.865	4.066	-2.659	0.292	-0.296	0.21
O	-5.368	-1.949	-3.327	-0.324	0.175	0.127
O	0.108	-0.356	-0.311	0.163	-0.048	-0.31
O	24.852	1.818	-5.985	0.447	0.143	0.468
O	-12.424	-3.719	-1.018	-0.17	0.129	-0.353
O	15.943	-3.622	25.659	-0.023	0.408	-0.218
O	-18.016	-0.856	-5.644	0.055	0.045	-0.771
O	22.173	2.181	-5.724	-0.021	0.041	-0.118
O	-6.523	-1.054	-5.502	-0.424	-0.176	-0.003
O	-21.503	-3.092	-3.331	0.03	-0.197	-0.584
O	-25.586	-4.354	-5.144	-0.32	0.031	-0.217
O	19.209	5.87	24.821	0.021	0.359	0.39
O	14.137	-7.843	26.079	-0.175	0.361	0.144
O	31.145	-3.709	-1.316	-0.267	0.413	-0.036
O	-22.226	5.769	-6.99	0.016	-0.549	0.327
O	16.322	6.631	-3.232	0.432	-0.116	-0.588
O	-22.778	1.58	-6.201	-0.036	0.613	0.131
O	11.951	-7.166	-4.248	-0.389	-0.233	-0.007
O	-31.907	6.75	-3.039	-0.506	0.141	-0.426
O	23.601	-3.641	24.07	-0.407	-0.311	0.324
O	25.368	-4.446	-1.969	0.391	-0.206	-0.077
O	10.765	-2.824	-5.273	-0.518	-0.293	-0.362
O	-9.248	7.49	-5.362	0.34	0.51	-0.101
O	-26.37	-4.658	-2.718	0.386	0.079	0.556
O	15.155	6.004	-1.024	-0.14	-0.195	-0.13
O	15.584	4.319	-5.203	-0.214	-0.014	-0.144
O	-23.066	1.458	23.402	-0.224	0.276	0.305
O	30.647	0.726	22.8	0.172	-0.329	0.028
O	30.077	-8.149	-0.242	0.077	0.193	-0.197
O	30.706	3.453	-6.394	-0.005	-0.058	0.035
O	-26.712	2.94	25.126	0.12	0.064	0
O	-31.551	-3.991	24.216	0.237	-0.124	-0.316
O	-27.386	-8.04	22.165	0.145	0.085	0.441
O	28.035	4.024	23.025	-0.184	0.364	0.353
O	-31.261	4.31	23.048	-0.333	0.519	0.228
O	3.202	-6.382	25.4	-0.294	-0.34	-0.052
O	-24.836	-4.897	25.062	-0.202	0.308	0.602
O	-28.562	-3.404	22.819	0.005	-0.047	0.235
O	23.853	-7.731	25.779	0.122	-0.396	-0.169
O	-25.587	-6.203	22.858	0.539	0.289	0.043
O	-8.922	1.336	-1.988	0.194	-0.276	-0.237
O	-27.943	1.626	22.966	0.499	-0.325	0.056
O	-22.835	7.574	-1.129	0.158	0.134	-0.085
O	30.267	0.676	-6.536	-0.174	-0.189	0.502
O	-32.565	-0.043	-0.406	-0.103	0.1	0.089
O	-27.502	6.634	-2.9	-0.451	-0.032	0.042
O	-31.015	-1.674	-1.67	-0.112	-0.392	-0.179
O	20.943	-4.489	-3.468	0.297	-0.259	0.637
O	-22.974	7.485	22.836	0.103	0.441	0.013
O	-14.583	-2.239	-1.06	-0.274	-0.239	-0.213
O	-13.56	-6.098	-3.378	0.025	-0.059	0.054
O	24.234	-2.559	-0.713	-0.13	-0.06	-0.666
O	-26.378	3.754	22.811	0.229	-0.159	0.138
O	11.084	-2.942	22.226	-0.288	-0.024	0.205
O	-20.617	-7.116	23.243	-0.087	-0.808	0.09
O	-28.862	2.531	-3.766	0.386	0.284	0.07
O	-4.522	-2.739	-5.686	0.056	0.118	0.175
O	-10.273	-4.147	24.151	0.375	-0.032	-0.037
O	-29.063	4.284	-5.701	-0.071	0.408	0.111
O	21.918	-2.697	21.787	-0.032	0.13	0.213
O	-25.264	0.974	25.949	0.161	-0.235	-0.641
O	22.089	-2.205	-4.282	0.273	-0.094	0.369
O	-20.435	-6.67	-1.196	-0.165	0.562	-0.235
O	-23.395	-3.703	-6.342	0.205	-0.241	0.301
O	28.421	-7.043	-1.795	-0.408	-0.087	-0.201
O	-28.435	-1.154	24.299	-0.282	0.268	-0.361
O	-25.77	5.547	-4.42	0.277	-0.432	-0.031
O	27.145	0.056	-0.764	-0.279	-0.022	-0.148
O	3.663	4.401	25.445	0.023	0.121	0.378
O	-24.771	5.504	-6.769	-0.192	-0.436	-0.178
O	-17.141	5.037	-6.065	0.155	-0.475	0.118
O	16.41	-0.784	-4.485	0.351	0.149	0.699
O	30.11	5.157	25.017	0.224	0.146	-0.444
O	-26.795	3.288	-6.708	0.354	0.215	0.651
O	25.432	1.966	-1.578	0.106	-0.375	-0.398
O	-29.398	6.773	23.047	0.048	-0.258	0.121
O	32.4	2.633	22.029	0.109	-0.25	0.37
O	12.288	-6.749	-1.694	-0.169	0.352	-0.022
O	-29.637	-4.942	25.711	-0.044	-0.212	0.058
O	-27.482	-3.411	25.143	0.181	0.172	0.298
O	19.277	0.081	21.827	0.113	0.149	0.547
O	26.222	7.27	22.861	-0.366	-0.217	0.385
O	14.946	7.258	23.007	-0.325	0.182	0.277
O	-5.313	-2.743	22.424	0.074	0.116	0.34
O	23.823	2.354	-3.64	-0.214	-0.075	0.236
O	-19.667	-6.342	-6.917	-0.199	0.474	0.175
O	-10.844	7.555	-3.245	-0.201	0.196	-0.132
O	-22.368	-0.722	24.886	-0.062	-0.266	-0.33
O	-22.964	-1.399	-2.026	0.172	0.023	0.245
O	-13.066	-5.335	22.677	0.226	-0.304	-0.033
O	27.837	-6.971	22.888	-0.083	0.211	-0.008
O	-24.376	-6.247	-6.521	0.326	0.157	0.19
O	2.766	6.228	-5.636	-0.05	0.218	0.057
O	-32.083	-6.916	22.721	0.003	0.103	0.132
O	5.028	7.422	-3.396	0.057	0.401	-0.183
O	-20.102	-2.283	-6.175	0.022	-0.473	0.316
O	29.806	-5.39	22.077	0.012	-0.036	0.433
O	-26.835	-5.53	-0.176	0.229	0.202	-0.192
O	-28.697	-4.632	-1.579	-0.543	0.197	-0.252
O	9.034	1.978	-6.331	-0.304	0.223	0.129
O	24.887	4.465	-2.384	0.453	0.023	-0.113
O	-30.751	2.728	25.163	-0.655	-0.251	0.028
O	-30.076	-5.376	21.978	0.086	0.02	0.452
O	30.754	2.403	24.735	0.515	-0.066	-0.217
O	-9.845	-0.936	-1.078	0.007	-0.317	-0.456
O	-27.298	5.626	-0.197	-0.027	0.087	-0.057
O	-13.576	7.639	-3.222	-0.348	-0.311	-0.67
O	-32.54	-5.524	-0.372	0.072	-0.086	-0.253
O	29.589	4.078	-1.429	-0.066	-0.352	-0.063
O	-14.76	1.67	-5.499	-0.033	0.425	-0.289
O	-15.865	-7.382	-3.44	0.093	-0.478	-0.149
O	23.091	3.141	-1.207	0.039	-0.383	-0.077
O	0.86	4.183	-1.494	-0.312	0.523	-0.038
O	-10.723	0.638	-6.275	-0.112	0.174	0.166
O	-22.353	-5.449	24.234	0.117	0.086	-0.127
O	-23.804	-3.73	23.057	-0.243	-0.042	0.024
O	-24.854	-0.099	-3.35	0.044	0.384	-0.488
O	-13.716	0.01	22.373	0.171	-0.032	0.736
O	12.101	7.265	24.946	-0.029	-0.251	0.031
O	12.491	3.575	-1.361	0.119	0.103	-0.338
O	14.48	1.856	-1.362	0.284	0.08	-0.27
O	-13.386	2.745	-0.306	0.081	0.13	-0.223
O	-11.791	-2.369	25.319	-0.091	-0.366	0.054
O	-12.315	6.96	-1.133	-0.458	0.159	-0.14
O	32.436	-4.415	-3.505	0.254	0.465	-0.042
O	25.916	6.073	-4.018	0.389	-0.27	0.14
O	-6.294	-3.39	26.244	0.169	0.621	-0.277
O	31.505	-7.31	24.681	-0.641	-0.185	-0.266
O	6.901	-3.473	24.825	0.329	0.36	-0.199
O	18.649	4.322	22.599	0.25	0.102	-0.211
O	27.669	5.501	25.898	-0.411	0.187	0.287
O	-25.874	4.573	-1.903	0.245	-0.405	-0.43
O	-28.95	7.533	-0.958	-0.728	0.159	0.147
O	-13.509	0.729	-3.428	-0.025	-0.069	0.209
O	21.1	-0.562	-6.127	-0.179	-0.014	0.028
O	1.59	-5.728	-3.325	-0.481	0.417	-0.031
O	-21.721	-2.617	22.164	-0.003	-0.097	0.255
O	21.199	0.156	-3.614	-0.475	0.704	-0.396
O	-11.362	1.205	-0.908	-0.217	-0.137	-0.438
O	-14.377	6.166	25.021	0.302	0.4	0.038
O	-10.861	0.31	-3.25	0.229	-0.047	-0.529
O	-16.766	7.822	22.234	0.051	0.243	0.161
O	-22.387	0.384	-3.912	0.437	0.545	0.163
O	-21.994	3.999	25.59	-0.063	0.179	-0.145
O	-27.324	5.909	-6.551	-0.427	0.479	-0.167
O	25.873	-5.286	-4.412	-0.329	-0.5	-0.06
O	28.364	1.575	23.851	-0.24	-0.364	-0.074
O	-1.403	4.242	-2.826	-0.261	-0.062	-0.232
O	-26.345	-2.025	23.027	0.447	-0.145	0.478
O	9.948	-6.425	-5.989	-0.338	0.074	0.426
O	-16.986	5.748	25.572	0.016	-0.049	-0.625
O	-22.781	-1.099	-6.099	-0.218	-0.15	0.036
O	-18.419	2.536	-3.411	-0.309	-0.139	-0.609
O	-10.902	-6.612	-5.589	0.054	-0.077	0.413
O	29.73	-0.181	25.153	0.23	-0.027	0.512
O	-26.512	-2.196	-3.764	-0.363	0.029	-0.302
O	-7.389	6.893	-0.92	-0.234	-0.285	-0.568
O	-16.762	6.639	-1.21	-0.053	0.468	-0.284
O	-28.786	3.889	23.819	0.222	0.546	-0.436
O	-24.606	5.531	22.055	-0.195	-0.104	0.108
O	-29.147	7.777	25.469	-0.128	0.421	0.069
O	24.805	-1.606	25.26	-0.033	0.167	0.039
O	-24.988	6.963	-2.383	0.122	-0.041	0.07
O	10.063	-7.242	24.418	-0.162	0.026	0.545
O	-2.223	8.14	-4.76	-0.148	-0.536	0.355
O	-7.529	4.764	-5.57	-0.331	-0.507	-0.108
O	-32.187	-5.761	26.08	0.204	-0.391	0.323
O	-18.872	5.757	22.249	0.196	0	0.191
O	-23.31	1.169	-1.553	-0.305	0.412	-0.233
O	-18.201	1.068	23.246	0.31	0.019	0.362
O	-17.499	-6.495	-5.374	0.141	0.069	-0.017
O	-8.951	5.662	-3.522	-0.141	-0.134	0.157
O	-10.67	2.686	25.378	-0.292	-0.534	0.067
O	-13.735	-5.763	25.209	0.342	-0.467	-0.05
O	-11.012	-8.141	22.33	0.05	0.031	0.169
O	0.924	-5.236	24.772	-0.234	-0.359	0.266
O	9.103	-6.689	-2.741	0.107	-0.189	-0.361
O	-24.728	-0.077	22.21	-0.258	0.207	0.372
O	-3.682	5.651	-2.562	-0.181	0.593	-0.013
O	-11.98	-2.87	22.758	0.023	0.38	0.076
O	-19.751	-1.213	-3.742	-0.124	0.497	0.235
O	-9.461	-6.503	23.627	0.544	0.011	0.136
O	10.834	5.375	-0.463	0.23	-0.263	-0.387
O	21.606	4.967	25.039	0.409	0.02	-0.095
O	17.141	-1.223	25.444	0.054	-0.262	0.714
O	18.512	-5.512	-2.784	0.246	0.078	0.29
O	-8.253	5.404	22.356	-0.044	-0.11	0.297
O	-2.234	3.457	25.3	0.056	-0.481	-0.447
O	-11.332	-4.787	-3.825	0.174	0.349	0.739
O	27.629	-3.643	-5.381	0.052	0.007	-0.52
O	-23.157	-5.381	-4.462	0.281	0.44	0.344
O	-30.923	-4.941	-5.041	-0.166	0.33	0.124
O	-12.853	7.799	-6.004	0.108	0.074	0.269
O	30.457	-5.21	25.84	-0.015	0.159	-0.337
O	-12.045	1.853	23.288	0.131	-0.195	0.436
O	-20.649	1.193	24.266	-0.136	0.422	-0.12
O	-19.815	-0.999	23.114	0.344	-0.251	0.374
O	21.099	-3.578	25.478	0.641	-0.19	-0.277
O	-6.673	-4.91	23.107	-0.321	-0.165	0.391
O	-16.531	-2.848	25.429	-0.395	-0.027	0.226
O	-12.174	-1.143	-4.87	-0.181	-0.385	0.176
O	19.378	1.903	-5.965	-0.147	-0.365	0.632
O	22.746	-7.632	-6.466	-0.095	-0.192	0.318
O	-13.571	5.287	-5.641	-0.26	-0.207	-0.404
O	-14.989	4.663	-1.226	0.462	0.366	-0.139
O	-9.608	2.945	-6.763	0.286	0.324	-0.091
O	-21.938	-7.318	-5.804	-0.158	-0.151	0.042
O	-17.371	3.211	25.898	-0.206	-0.179	-0.284
O	-31.04	-2.394	-6.908	-0.181	0.381	0.157
O	-21.392	0.015	-0.282	0.274	0.233	-0.175
O	11.628	2.17	-6.169	0.573	-0.017	0.371
O	17.384	3.529	-6.883	0.1	0.242	-0.286
O	-20.024	-2.053	-1.293	0.107	-0.163	-0.053
O	-13.641	-3.506	-3.293	-0.515	0.122	-0.372
O	-19.329	5.019	-3.438	-0.407	-0.054	-0.223
O	-14.728	4.642	22.991	-0.102	0.043	0.204
O	-31.528	4.86	-1.23	-0.283	0.322	0.155
O	11.519	6.323	-6.802	0.099	-0.083	0.447
O	-16.429	2.776	22.314	0.249	-0.251	0.363
O	-26.622	6.947	25.397	-0.282	-0.341	-0.737
O	30.039	-3.167	-3.5	0.025	-0.168	-0.58
O	-24.208	-3.233	-3.29	0.132	-0.099	-0.032
O	-15.749	2.188	-3.013	0.233	0.407	0.314
O	29.477	5.673	-3.471	-0.231	-0.246	0.242
O	5.784	0.378	-3.466	-0.136	0.07	-0.413
O	-12.596	4.18	24.447	-0.165	-0.108	0.461
O	-17.547	-3.429	23.061	-0.17	0.202	0.266
O	-8.058	0.995	-5.875	-0.023	-0.165	0.717
O	16.114	0.044	-0.488	-0.014	-0.026	-0.236
O	20.736	1.255	-1.33	0.452	0.267	-0.195
O	-10.473	5.482	-6.557	-0.292	0.051	-0.016
O	2.266	-0.232	25.443	0.296	0.034	-0.03
O	16.828	5.674	23.756	-0.349	-0.345	0.099
O	-22.169	-7.885	25.161	-0.195	-0.021	0.942
O	-30.669	-1.803	-4.315	-0.147	-0.188	0.245
O	-15.152	-6.81	23.312	-0.042	-0.175	0.627
O	-20.531	0.257	-5.73	0.285	0.483	-0.35
O	3.337	1.158	-3.489	-0.474	0.271	0.016
O	-19.167	-5.308	22.208	-0.05	0.104	0.426
O	27.326	-1.225	25.781	0.048	0.469	0.06
O	31.213	1.414	-1.87	-0.388	0.473	-0.233
O	-2.398	-4.273	-6.081	-0.024	-0.124	0.076
O	-24.852	-7.043	-1.259	0.087	0.293	-0.245
O	17.571	-1.904	-1.385	-0.107	-0.076	-0.466
O	-28.7	1.114	25.677	0.489	0.065	-0.476
O	-19.905	7.551	-2.809	-0.307	-0.448	0.636
O	4.415	-2.942	-6.591	-0.246	0.186	-0.41
O	-10.61	5.415	-0.066	0.129	0.072	-0.481
O	-24.399	-1.473	26.395	-0.385	-0.521	-0.023
O	-16.073	-5.478	-0.248	-0.206	-0.017	-0.543
O	-3.783	1.01	-3.21	-0.434	-0.115	0.084
O	29.297	-2.863	25.545	-0.025	-0.182	0.065
O	9.189	0.312	25.999	-0.155	-0.585	-0.051
O	19.449	-5.59	25.022	-0.017	-0.456	-0.045
O	27.811	-4.894	26.439	-0.107	-0.257	-0.367
O	29.65	-8.142	-4.033	0.387	0.09	-0.024
O	-8.83	3.713	-0.895	-0.193	0.221	-0.471
O	16.53	-7.098	-3.56	0.006	0.476	0.031
O	13.671	-4.775	24.998	-0.568	0.1	-0.289
O	-20.328	-6.097	25.727	-0.187	0.446	0.139
O	-14.422	-7.249	-1.18	0.227	-0.404	-0.148
O	-30.033	0.047	22.142	-0.029	0.11	0.247
O	-28.486	-5.367	-4.11	-0.08	-0.095	-0.009
O	28.489	-1.494	23.351	0.262	-0.027	0.058
O	31.827	-5.821	-5.62	-0.6	-0.112	0.17
O	7.227	1.085	24.393	0.281	-0.415	-0.545
O	1.928	-2.138	-6.646	0.069	0.527	-0.076
O	2.691	1.173	-6.02	-0.157	-0.106	-0.587
O	-31.548	7.594	24.468	-0.169	-0.126	0.245
O	13.547	-0.665	-3.787	0.366	-0.172	0.207
O	15.702	3.538	26.301	-0.408	-0.275	-0.09
O	-22.566	1.557	26.045	0.025	-0.258	0.065
O	12.946	-3.325	-3.799	0.158	0.467	-0.185
O	-4.03	-7.133	-6.274	0.005	0.103	0.35
O	-17.106	0.153	-3.522	0.232	-0.103	0.039
O	19.091	-4.984	-5.239	-0.605	-0.237	-0.055
O	-17.687	1.443	-1.282	-0.244	0.047	-0.335
O	-20.579	6.559	-5.093	-0.401	-0.124	-0.015
O	-15.137	-4.179	23.641	-0.005	0.033	-0.298
O	-4.93	-5.292	25.06	0.443	-0.184	0.004
O	-18.825	-0.17	25.513	0.181	-0.273	0.043
O	-29.907	2.899	-0.441	-0.175	-0.013	-0.514
O	-22.671	-4.037	-1.277	0.435	-0.325	-0.298
O	19.636	-1.471	24.792	0.157	0.433	0.107
O	-26.269	-1.059	-1.391	-0.445	-0.215	0.027
O	-24.988	-7.458	25.052	0.46	0.076	0.044
O	27.963	-1.563	-3.824	-0.244	0.405	0.109
O	-3.219	6.699	-6.821	0.414	-0.197	-0.12
O	17.172	-2.795	-5.99	0.145	-0.457	0.284
O	26.006	5.168	-6.484	0.13	-0.213	0.194
O	-15.853	7.951	26.273	0.073	0.126	-0.182
O	-9.889	-1.578	23.525	0.421	0.315	0.284
O	12.073	-7.536	22.831	0.108	0.187	0.384
O	-1.539	6.097	-1.028	0.258	-0.011	-0.311
O	-20.875	-6.445	-3.672	0.195	0.533	-0.151
O	10.141	2.211	-3.955	0.559	0.03	0.268
O	-17.981	6.988	-4.562	0.134	0.359	-0.012
O	7.162	-1.896	-3.981	0.386	0.052	-0.504
O	28.541	7.198	24.135	0.536	-0.066	-0.096
O	25.03	-4.73	22.12	0.301	-0.482	-0.003
O	-15.465	7.018	-5.708	-0.127	0.467	0.094
O	-1.2	-3.869	-3.784	0.601	0.514	-0.078
O	-30.776	4.442	-3.675	0.252	0.139	-0.051
O	10.229	1.508	23.076	-0.228	0.123	-0.057
O	-15.41	-0.828	-5.434	0.26	-0.487	0.145
O	0.132	4.19	26.407	0.435	-0.011	-0.354
O	-22.768	-3.246	25.523	0.325	-0.178	0.485
O	-3.488	5.752	25.031	0.496	0.269	-0.541
O	27.489	-6.046	-6.445	0.471	-0.439	0.087
O	10.193	4.309	-5.631	0.03	0.165	0.399
O	31.405	1.728	-4.508	-0.11	0.267	0.102
O	32.028	-2.219	25.107	-0.264	0.105	-0.012
O	-19.966	3.536	-1.368	-0.021	-0.404	-0.286
O	14.343	5.894	25.965	0.082	-0.052	-0.49
O	21.111	1.731	22.632	-0.314	0.041	0.362
O	30.502	-5.846	-2.775	0.229	-0.341	-0.018
O	-4.796	3.352	-3.383	-0.1	-0.121	0.558
O	-10.295	3.823	23.086	0.092	-0.012	0.242
O	24.988	-6.408	-6.908	-0.196	0.199	0.031
O	-16.628	-4.891	-3.476	0.412	0.106	-0.105
O	30.282	-0.475	-3.49	-0.181	0.059	-0.403
O	-10.81	-5.531	-0.148	0.045	0.025	-0.434
O	-18.969	-3.642	-3.176	0.01	-0.388	-0.033
O	17.023	0.919	-6.43	0.213	-0.479	-0.163
O	26.539	-1.343	-5.975	-0.587	0.176	0.249
O	-20.525	3.985	23.312	-0.377	-0.369	0.276
O	-18.363	-6.686	-2.872	0.201	0.138	0.07
O	-21.331	6.159	24.398	0.309	0.184	-0.219
O	-6.42	1.85	26.07	0.087	-0.163	0.038
O	-12.504	-1.387	-2.268	0.335	0.25	0.409
O	16.376	1.312	25.134	-0.056	0.003	-0.626
O	31.503	-3.538	22.885	-0.35	0.19	0.109
O	31.867	4.534	-3.058	0.109	-0.647	-0.474
O	22.535	-0.686	-1.442	0.201	0.014	-0.448
O	2.99	3.673	-5.22	0.639	-0.334	0.467
O	-4.509	-6.269	-1.179	0.178	-0.031	-0.5
O	-27.59	-7.028	-2.384	0.47	-0.156	-0.15
O	16.156	1.923	-4.164	0.611	-0.108	0.175
O	-18.687	8.134	-0.184	0.123	-0.134	-0.309
O	15.426	7.832	-5.458	-0.015	0.162	0.044
O	-8.334	-4.995	25.62	0.267	-0.247	0.112
O	13.766	2.965	-3.633	-0.558	0.364	-0.319

Results
total energy: -406622.247 eV
total energy less fixed offsets of O -438.25, Si -107.07 eV per atom: -9.447 eV
